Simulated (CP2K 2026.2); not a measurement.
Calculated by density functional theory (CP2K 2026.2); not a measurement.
Periodic cell of 2016 atoms, Si1440O576, from a study of silicon, its oxide and their interface. The atomic structure is a simulated model.
Doubt: the forces sum to 6.25 eV/angstrom along one axis rather than to zero, so they err by at least 0.0031 eV/angstrom per atom on average; the grid cutoff is modest.

Settings: functional PBE; method Gaussian and plane waves; basis set DZVP-MOLOPT-SR-GTH; pseudopotentials GTH-PBE; grid cutoff 300 Ry, relative cutoff 40 Ry; k points Gamma only; occupations fixed; spin none; net charge 0.

Cell vectors (angstrom)
a 65.28 0 0
b 0 16.32 0
c 3.6824 2.1084 33.6046

Atoms and the computed forces on them: element, x, y, z (angstrom), force x, y, z (eV/angstrom)
Si 1.615 -1.472 0.036 -0.19 0.087 0.674
Si 3.74 1.744 -0.148 0.261 -0.197 0.726
Si 1.407 3.851 0.022 -0.046 0.146 0.744
Si 4.208 6.585 -0.158 -0.192 0.155 0.697
Si 1.134 -6.44 -0.059 0.31 -0.307 0.648
Si 3.87 -3.627 0.149 0.002 -0.18 0.698
Si 6.785 -1.483 0.22 -0.08 0.412 0.642
Si 9.826 1.293 -0.079 -0.21 0.1 0.711
Si 6.577 4.584 0.153 -0.07 -0.207 0.674
Si 9.086 7.191 -0.044 0.207 -0.047 0.75
Si 6.829 9.38 -0.046 -0.094 0.176 0.704
Si -7.154 -3.833 0.235 0.11 -0.05 0.756
Si -4.475 -1.083 0.064 0.095 -0.114 0.744
Si -1.886 1.569 0.061 0.261 -0.012 0.723
Si -3.974 3.92 -0.038 -0.178 0.169 0.722
Si -1.617 7.178 -0.112 0.077 -0.192 0.776
Si -3.894 -6.948 -0.104 -0.171 0.139 0.753
Si -1.208 -4.276 0.034 -0.211 0.374 0.735
Si 2.726 0.131 1.306 0.001 0.034 -0.051
Si 5.362 2.858 1.209 0.014 -0.027 -0.064
Si 2.637 5.468 1.237 0.013 -0.016 -0.068
Si 5.302 8.188 1.267 0.013 -0.026 -0.055
Si 2.705 -5.324 1.292 -0.014 0.009 -0.042
Si 5.316 -2.573 1.618 -0.001 -0.02 -0.046
Si 8.136 0.174 1.211 0.013 0.021 -0.029
Si -5.502 2.744 1.343 -0.007 -0.016 -0.042
Si 8.08 5.703 1.481 0.019 0.007 -0.045
Si -5.461 8.194 1.237 0.002 0.019 -0.042
Si 8.089 10.962 1.191 -0.008 0.006 -0.008
Si -5.551 -2.645 1.436 -0.013 -0.002 -0.055
Si -2.924 0.034 1.449 -0.013 -0.019 -0.069
Si -0.146 2.665 1.286 -0.019 -0.002 -0.033
Si -2.754 5.524 1.201 0.01 0.012 -0.023
Si -0.027 8.265 1.245 -0.012 0.007 -0.053
Si -2.797 -5.402 1.319 -0.008 -0.02 -0.064
Si -0.067 -2.608 1.261 0.021 -0.012 -0.055
Si 1.264 1.384 2.674 0.017 -0.001 0.029
Si 4.007 4.151 2.656 -0.011 0.029 0.031
Si 1.306 6.863 2.601 -0.014 -0.02 -0.011
Si 4.01 9.588 2.645 0.019 0.017 0.005
Si 1.295 -3.98 2.667 -0.018 -0.005 0.019
Si 3.991 -1.149 2.832 -0.032 0.005 0.04
Si 6.747 1.5 2.584 -0.021 -0.006 0.016
Si 9.499 4.195 2.626 -0.005 -0.033 -0.014
Si 6.668 6.975 2.79 -0.036 0.004 0.038
Si 9.479 9.63 2.596 -0.032 0.001 0.001
Si 6.756 12.254 2.703 0.046 -0.005 0.013
Si -6.892 -1.304 2.801 -0.022 0.006 0.039
Si -4.202 1.423 2.811 -0.012 0.01 0.028
Si -1.416 4.151 2.621 0.002 0 0.016
Si -4.122 6.821 2.633 -0.002 -0.005 0.011
Si -1.391 -6.736 2.683 0.019 0.01 0.014
Si -4.126 -4.028 2.699 -0.001 -0.011 -0.001
Si -1.427 -1.304 2.677 0.012 0.005 0.001
Si -0.061 0.032 4.064 0.01 0 0.013
Si 2.642 2.783 4.019 0.019 -0.022 -0.027
Si -0.041 5.496 3.999 0.005 -0.011 -0.01
Si 2.65 8.218 4.005 0.007 0 0.003
Si -0.041 -5.363 4.051 0.014 0.005 -0.02
Si 2.632 -2.621 4.077 -0.009 -0.023 -0.013
Si 5.445 0.164 4.072 0.018 0.018 0.009
Si 8.116 2.823 3.98 -0.001 0.012 0.019
Si 5.349 5.507 4.065 0.013 -0.019 -0.021
Si 8.115 8.311 4.049 0.006 0.002 -0.007
Si 5.386 10.91 4.051 0.007 -0.016 0
Si 8.133 -2.647 4.002 -0.005 0.015 -0.004
Si -5.521 0.042 4.169 -0.008 0.004 -0.02
Si -2.755 2.801 4.06 0.014 -0.017 -0.019
Si -5.433 5.47 4.071 0.005 0.018 -0.014
Si -2.752 8.188 4.022 0.006 0.004 -0.01
Si -5.425 -5.405 4.101 -0.011 -0.009 0.008
Si -2.75 -2.681 4.061 -0.001 0.009 -0.006
Si 1.349 -1.334 16.366 0.006 -0.002 -0.018
Si 4.102 1.353 16.374 0.003 -0.006 0
Si 1.376 4.121 16.377 0.002 -0.001 -0.016
Si 4.069 6.802 16.307 -0.016 0.006 -0.013
Si 1.38 -6.759 16.375 0.012 -0.01 -0.002
Si 4.088 -4.096 16.357 -0.014 0.011 -0.008
Si 6.786 -1.345 16.354 -0.004 -0.003 0.001
Si -6.789 1.402 16.5 -0.007 -0.005 0.004
Si 6.8 4.054 16.365 -0.014 0.011 0.005
Si -6.771 6.843 16.404 0.013 -0.019 -0.005
Si 6.796 9.527 16.346 -0.016 -0.007 0.001
Si -6.797 -4.006 16.474 0.013 -0.009 -0.007
Si -4.088 -1.313 16.481 0.01 -0.016 -0.006
Si -1.365 1.377 16.413 -0.016 -0.01 -0.008
Si -4.042 4.114 16.423 0 -0.003 -0.008
Si -1.338 6.835 16.406 0.005 0 -0.006
Si -4.068 9.567 16.408 0.007 -0.01 -0.014
Si -1.356 -4.024 16.389 -0.002 0.004 -0.008
Si 2.701 0.019 17.72 0.002 -0.011 0.011
Si 5.478 2.68 17.761 0.005 -0.016 -0.012
Si 2.772 5.456 17.73 -0.009 0.006 0.022
Si 5.403 8.153 17.662 0 -0.003 0.005
Si 2.725 -5.412 17.771 -0.008 0.011 0.007
Si 5.465 -2.76 17.703 0.003 -0.007 0.01
Si 8.156 0.021 17.706 0.003 -0.007 -0.021
Si -5.385 2.771 17.814 -0.003 0.006 0.012
Si 8.184 5.362 17.743 0.01 -0.021 0.037
Si -5.415 8.191 17.765 -0.005 0.012 -0.007
Si 8.193 10.874 17.691 0.003 0.003 -0.015
Si -5.481 -2.635 17.879 0.001 0.011 0.005
Si -2.692 0.019 17.835 0 0.009 0.004
Si -0.009 2.777 17.721 0.014 0.007 -0.01
Si -2.702 5.49 17.789 0.007 0.008 -0.01
Si 0.051 -8.131 17.74 -0.003 -0.01 0.016
Si -2.736 -5.354 17.745 -0.009 0.005 0.01
Si 0.025 -2.697 17.759 -0.007 0.005 -0.003
Si 1.344 1.433 19.065 0.014 -0.013 -0.03
Si 4.088 4.026 19.089 -0.021 -0.006 -0.032
Si 1.464 6.849 19.106 -0.002 0.018 -0.047
Si 4.11 -6.8 19.081 -0.012 -0.021 -0.021
Si 1.358 -4.047 19.158 0.013 -0.014 -0.023
Si 4.017 -1.454 19.002 -0.022 -0.01 -0.019
Si 6.866 1.342 19.159 0 0.034 0.01
Si -6.72 4.177 19.159 0.015 0.004 -0.037
Si 6.732 6.739 18.971 -0.028 0.001 -0.031
Si -6.785 9.544 19.109 0.004 -0.004 -0.026
Si 6.898 -4.076 19.073 -0.005 0.032 -0.012
Si 9.481 -1.325 19.084 -0.014 -0.016 -0.014
Si -4.045 1.395 19.202 -0.008 0.006 -0.039
Si -1.317 4.142 19.13 -0.009 0.013 0
Si -4.061 6.854 19.16 -0.016 -0.015 -0.005
Si -1.339 -6.724 19.024 0.037 -0.013 -0.062
Si -4.104 -4.032 19.171 0.012 -0.008 -0.016
Si -1.306 -1.374 19.171 -0.007 0.008 -0.02
Si 0.05 0.08 20.458 -0.014 -0.003 0.038
Si 2.66 2.757 20.489 -0.012 0.019 0.048
Si 0.078 5.495 20.451 0.014 0.02 0.058
Si 2.828 8.195 20.536 -0.029 -0.016 0.033
Si -0.008 -5.441 20.468 -0.01 0.006 0.072
Si 2.718 -2.728 20.547 -0.013 0.009 0.037
Si 5.401 -0.102 20.273 0.011 -0.009 0.038
Si 8.248 2.586 20.684 0.023 -0.005 0.035
Si 5.522 5.324 20.404 0.041 -0.002 0.031
Si 8.042 8.078 20.327 0.032 0.026 0.048
Si 5.549 -5.487 20.368 0.001 -0.016 0.051
Si 8.168 -2.678 20.528 -0.018 -0.004 0.029
Si -5.417 0.063 20.647 0.012 0.015 0.07
Si -2.665 2.816 20.515 -0.013 0.008 0.054
Si -5.423 5.575 20.6 -0.016 -0.018 0.023
Si -2.673 -8.049 20.398 0.008 0.013 0.047
Si -5.472 -5.433 20.507 0.008 -0.002 0.024
Si -2.679 -2.744 20.544 -0.003 -0.012 0.032
Si 1.651 -0.984 21.785 -0.129 -0.231 -0.738
Si 3.916 1.115 21.553 0 0.124 -0.751
Si 1.602 4.397 21.884 -0.332 -0.348 -0.699
Si 3.994 6.486 21.7 0.162 0.372 -0.709
Si 1.18 -6.973 21.793 0.218 0.129 -0.736
Si 4.368 -4.002 21.687 -0.252 -0.059 -0.621
Si 6.416 -1.627 21.727 0.209 0.108 -0.723
Si -6.432 1.746 21.97 -0.225 -0.17 -0.764
Si 7.074 4.255 21.873 -0.152 -0.245 -0.774
Si -7.1 6.76 21.817 0.233 0.066 -0.681
Si 6.858 -6.84 21.796 -0.195 -0.125 -0.766
Si 9.818 -3.734 21.855 -0.318 -0.305 -0.679
Si -3.752 -1.114 21.843 -0.328 -0.249 -0.648
Si -1.526 1.209 21.798 0.297 0.297 -0.657
Si -4.205 3.988 21.853 0.142 0.188 -0.774
Si -1.036 7.168 21.631 -0.03 -0.091 -0.811
Si -3.86 -6.594 21.801 -0.195 -0.104 -0.723
Si -1.609 -4.401 21.853 0.139 0.191 -0.707
Si -6.625 -5.484 -4.938 0.05 0.07 -0.032
Si 4.101 -4.312 -6.933 -0.045 -0.018 -0.081
Si -4.849 5.892 -5.327 -0.032 -0.028 0.076
Si -5.746 -7.7 24.016 -0.029 0.004 -0.162
Si 4.085 -1.773 25.801 0.033 -0.078 0.058
Si 5.696 2.401 23.895 0.071 0.034 -0.137
Si 8.27 -5.137 23.902 0.041 -0.006 0.007
Si -8.935 -0.272 -6.32 -0.017 -0.171 -0.037
Si 7.846 2.003 -6.709 0.161 -0.009 0.018
Si -8.191 -3.247 -6.09 0.126 0.05 0.081
Si -1.252 -3.481 -2.913 0.054 -0.041 0.121
Si -0.791 3.488 -4.132 -0.055 0.014 -0.07
Si -2.374 4.284 -6.555 -0.067 -0.038 -0.039
Si 4.823 5.747 -5.22 -0.038 0.026 -0.026
Si 5.12 -5.275 -2.126 0.017 -0.128 0.187
Si -1.626 0.842 -2.853 0.006 -0.117 0.01
Si -8.002 3.004 -2.187 0.021 0.021 0.174
Si -5.775 5.199 -2.343 -0.024 0.037 0.118
Si 2.845 7 -3.04 0.1 -0.038 0.229
Si 6.469 -0.313 24.585 -0.093 -0.076 -0.052
Si 9.819 -6.862 26.07 -0.039 -0.032 -0.112
Si 1.096 1.626 26.293 0 0.041 -0.078
Si 7.463 -0.935 -6.706 0.077 -0.025 -0.118
Si 5.402 7.797 24.084 0.053 0.018 -0.017
Si -6.293 -4.736 24.676 0.039 -0.04 -0.126
Si -5.372 -7.63 -6.547 0.06 0.004 0.033
Si -12.307 3.542 -7.219 -0.082 0.135 0.055
Si -1.096 -3.68 24.857 -0.051 -0.049 -0.1
Si -3.224 -1.515 24.793 0.102 0.048 -0.148
Si 2.287 -6.445 -3.013 -0.191 0.094 0.086
Si 0.656 -1.143 -2.805 -0.122 0.14 0.114
Si 6.591 3.504 -4.348 0.002 -0.125 0.188
Si -3.927 -2.433 -2.747 -0.055 -0.041 0.206
Si -2.341 5.434 23.915 0.034 -0.09 -0.1
Si -4.008 -0.241 -4.58 0.045 0.055 -0.004
Si -5.465 -5.116 -2.135 0.096 -0.037 0.141
Si -1.229 1.006 24.813 -0.144 -0.018 -0.101
Si 0.361 0.084 -7.181 0.002 0.005 0.019
Si 0.397 4.35 24.83 0.106 0.1 -0.182
Si 1.371 2.228 -5.658 0.018 0.019 -0.028
Si 2.572 -5.068 23.821 0.111 -0.07 -0.061
Si -7.405 1.449 24.951 0.026 0.079 -0.102
Si 0.089 5.603 -2.259 0.042 0.035 0.15
Si 9.066 -2.98 -2.931 -0.083 0.031 0.171
Si -8.238 -7.301 -6.615 -0.008 0.06 -0.05
Si 0.202 -5.102 -5.008 0.114 0.074 -0.027
Si 5.897 -4.097 25.611 0.092 -0.048 -0.091
Si -0.03 -7.531 -6.892 0.075 0.14 -0.028
Si 0.171 6.047 -7.045 0.094 -0.059 -0.102
Si -6.745 3.933 -6.881 0.014 -0.077 0.033
Si 2.412 -0.436 -5.137 -0.104 0.043 -0.034
Si -6.065 0.922 -6.556 0.038 -0.118 -0.055
Si 1.383 -2.31 24.42 0.099 0.008 -0.024
Si 4.968 -2.095 -5.224 0.033 0.061 0.083
Si 1.285 -1.303 5.462 -0.012 -0.007 0.015
Si 4.031 1.468 5.418 -0.001 0.006 0.002
Si 1.306 4.144 5.397 0.004 0.003 0.007
Si 3.997 6.868 5.413 -0.001 0.003 0.002
Si 1.315 9.577 5.399 -0.008 0.008 0.013
Si 4.026 12.306 5.391 -0.004 0.011 -0.002
Si 6.769 -1.289 5.383 0.011 -0.001 0.004
Si 9.452 1.437 5.377 -0.003 0.007 -0.001
Si 6.754 4.152 5.388 -0.008 -0.013 0.006
Si 9.461 6.879 5.381 -0.025 0 -0.004
Si 6.751 9.603 5.447 0.021 0.001 0.016
Si 9.494 12.314 5.372 -0.013 -0.016 -0.001
Si -4.099 -1.326 5.457 -0.004 -0.013 -0.003
Si -1.398 1.421 5.419 0.005 0.01 0.008
Si -4.085 4.133 5.462 -0.008 -0.013 0.003
Si -1.389 6.842 5.4 -0.005 -0.001 -0.002
Si -4.068 -6.776 5.445 0.012 0 0.001
Si -1.395 -4.029 5.441 0.018 0 0.007
Si 2.686 0.067 6.779 0.006 -0.006 -0.005
Si 5.402 2.801 6.782 0.002 -0.001 -0.004
Si 2.661 5.496 6.784 0.008 0.001 -0.004
Si 5.391 8.207 6.777 0.007 -0.002 -0.003
Si 2.682 10.933 6.77 -0.002 -0.009 -0.006
Si 5.4 -2.656 6.751 0.016 -0.005 -0.001
Si 8.122 0.057 6.761 -0.005 -0.005 -0.004
Si 10.807 2.765 6.777 -0.001 0.009 0.01
Si 8.113 5.506 6.756 0.003 -0.004 0.005
Si 10.827 8.218 6.759 0.004 -0.003 -0.011
Si 8.13 10.965 6.771 -0.003 0.006 0.006
Si -5.42 -2.694 6.855 -0.004 0.007 -0.006
Si -2.737 0.049 6.808 0.005 0.004 -0.008
Si -0.027 2.771 6.786 0 0.002 -0.003
Si -2.72 5.492 6.815 0.003 0.001 -0.001
Si -0.033 8.207 6.776 0.006 0.001 0
Si -2.725 -5.406 6.818 -0.002 0.002 -0.001
Si -0.048 -2.674 6.826 0.001 0.004 0.004
Si 1.333 1.414 8.161 0.003 0.008 -0.007
Si 4.038 4.144 8.151 0.014 0.005 0.002
Si 1.318 6.851 8.16 0.001 -0.012 -0.004
Si 4.039 9.57 8.142 0.002 0.007 -0.008
Si 1.332 -4.039 8.163 -0.011 0.002 -0.001
Si 4.043 -1.309 8.136 -0.01 -0.003 -0.001
Si 6.752 1.406 8.131 -0.014 0.002 -0.002
Si 9.458 4.13 8.135 -0.013 -0.008 -0.005
Si 6.752 6.844 8.14 -0.008 -0.004 0
Si 9.473 9.572 8.132 -0.01 0.003 -0.004
Si 6.759 -4.013 8.133 0.013 0.009 0.002
Si -6.766 -1.334 8.238 0.003 0.008 0
Si -4.076 1.398 8.204 -0.002 -0.002 -0.002
Si -1.369 4.122 8.176 -0.002 -0.005 0.003
Si -4.054 6.837 8.221 0.008 0.019 0.005
Si -1.366 -6.763 8.18 -0.003 -0.004 -0.002
Si -4.067 -4.053 8.213 0.001 -0.006 -0.004
Si -1.389 -1.308 8.192 0.002 -0.012 -0.005
Si -0.015 0.049 9.543 -0.001 -0.001 -0.003
Si 2.699 2.767 9.526 0.007 0.002 -0.003
Si -0.014 5.482 9.545 -0.002 0.01 0
Si 2.692 8.204 9.521 0 0.001 -0.002
Si -0.012 -5.399 9.545 0.009 -0.005 0
Si 2.695 -2.673 9.519 0.007 -0.005 0
Si 5.406 0.04 9.507 0.009 -0.005 0.001
Si 8.113 2.756 9.502 0.003 0.007 0.001
Si 5.406 5.483 9.519 -0.002 0 0.004
Si 8.12 8.201 9.499 0.002 0 0.001
Si 5.407 -5.393 9.499 0.003 -0.01 -0.004
Si -8.121 -2.686 9.616 -0.009 0.002 -0.004
Si -5.418 0.038 9.592 -0.001 -0.01 -0.003
Si -2.714 2.763 9.561 0.006 0.006 -0.002
Si -5.412 5.482 9.6 0.002 0.001 -0.004
Si -2.708 8.206 9.577 0.002 -0.009 0.001
Si -5.414 -5.403 9.603 -0.001 0 -0.001
Si -2.722 -2.678 9.574 -0.004 0.01 0.003
Si 1.341 -1.321 10.904 -0.002 0.003 0
Si 4.054 1.392 10.888 -0.002 -0.004 -0.001
Si 1.349 4.119 10.907 0.003 -0.003 -0.002
Si 4.051 6.836 10.887 0.013 0 -0.001
Si 1.347 9.559 10.904 -0.006 -0.003 -0.003
Si 4.056 -4.041 10.88 0 0.004 -0.003
Si 6.765 -1.323 10.876 0.004 -0.003 0.002
Si 9.477 1.389 10.864 -0.007 0.003 0
Si 6.763 4.108 10.879 -0.014 -0.005 -0.003
Si 9.475 6.829 10.867 -0.003 -0.005 -0.003
Si 6.76 9.555 10.866 -0.007 0.007 -0.003
Si -6.769 -4.043 10.978 0 0.002 -0.002
Si -4.071 -1.325 10.957 -0.003 0.001 -0.002
Si -1.362 1.402 10.931 -0.004 -0.001 -0.003
Si -4.059 4.112 10.953 0.001 -0.007 0.002
Si -1.359 6.834 10.931 0.002 0.006 0.001
Si -4.06 9.559 10.962 0.008 -0.003 0.001
Si -1.361 -4.042 10.931 -0.001 -0.004 -0.001
Si 2.704 0.033 12.27 0.008 0 -0.003
Si 5.422 2.739 12.254 0.008 0.006 0.005
Si 2.711 5.472 12.272 0 0.005 0.001
Si 5.423 8.183 12.245 -0.007 0.001 -0.005
Si 2.709 10.919 12.262 0.006 -0.003 0.001
Si 5.42 -2.693 12.249 0.001 0.004 -0.002
Si 8.134 0.022 12.239 -0.005 -0.002 0
Si 10.838 2.737 12.234 0.003 -0.003 0.001
Si 8.133 5.458 12.241 0.008 0.009 -0.001
Si 10.84 8.172 12.238 0.005 0.005 0.002
Si 8.119 10.902 12.238 -0.011 -0.017 -0.003
Si -5.424 -2.672 12.343 0.003 0.008 0
Si -2.72 0.046 12.31 0.001 -0.009 -0.005
Si 0.006 2.757 12.29 0.002 0.012 -0.001
Si -2.705 5.476 12.313 0.002 0.007 -0.003
Si -0.004 8.203 12.282 0.003 -0.013 -0.002
Si -2.713 -5.39 12.322 -0.001 0.001 0
Si -0.006 -2.678 12.292 -0.002 -0.001 0.002
Si 1.361 1.392 13.657 0.004 -0.014 0.005
Si 4.073 4.095 13.628 -0.004 -0.008 0.003
Si 1.348 6.834 13.635 -0.01 0.02 -0.001
Si 4.07 9.54 13.609 0.005 -0.005 -0.006
Si 1.359 -4.044 13.646 0.006 -0.001 0.004
Si 4.064 -1.341 13.622 -0.002 -0.007 -0.005
Si 6.787 1.374 13.617 0.001 -0.005 0.001
Si 9.492 4.095 13.612 -0.015 0.004 -0.004
Si 6.781 6.811 13.612 0 -0.004 -0.004
Si 9.467 9.522 13.596 -0.004 0.011 -0.003
Si 6.778 -4.055 13.617 -0.009 0.003 0.004
Si 9.492 -1.346 13.603 -0.004 0 0.005
Si -4.075 1.391 13.703 -0.001 0.011 0
Si -1.347 4.106 13.669 0.005 -0.008 0.002
Si -4.053 6.837 13.691 0.009 -0.015 0.002
Si -1.348 9.56 13.667 0.006 -0.009 -0.006
Si -4.072 -4.034 13.704 0.006 -0.003 0.005
Si -1.372 -1.321 13.666 -0.016 0.015 -0.001
Si -0.01 0.033 15.02 -0.001 -0.001 0.004
Si 2.735 2.741 15.023 0.005 0.008 0.01
Si 0.008 5.477 15.021 0.002 0.003 -0.001
Si 2.711 8.194 14.983 0.002 -0.009 -0.001
Si 0.005 -5.396 15.026 -0.004 0.001 0.004
Si 2.727 -2.698 15.014 0.003 0.006 0.009
Si 5.432 0.006 14.979 0.004 0 0.005
Si 8.158 2.718 14.985 0.008 -0.005 0.007
Si 5.451 5.435 14.986 0.004 0.007 -0.001
Si 8.142 8.148 14.992 -0.005 -0.001 0.004
Si 5.434 10.882 14.974 -0.01 -0.01 0.006
Si 8.146 -2.703 14.985 0.002 0.001 0.003
Si -5.431 0.05 15.106 -0.004 0.004 0.004
Si -2.704 2.75 15.046 0.007 0 -0.003
Si -5.405 5.474 15.059 -0.006 -0.001 -0.004
Si -2.697 8.206 15.048 -0.005 0.006 0.004
Si -5.441 -5.376 15.083 -0.004 0.006 0.006
Si -2.732 -2.655 15.065 0.003 0.003 -0.001
Si 17.938 -1.736 0.26 -0.121 0.261 0.716
Si 19.937 1.822 0.002 0.238 -0.388 0.663
Si 17.62 3.936 0.344 -0.065 0.209 0.649
Si 20.516 6.311 0.184 0.044 0.318 0.673
Si 17.614 9.73 0.16 0.177 -0.127 0.658
Si 20.299 -3.81 0.225 0.115 -0.265 0.752
Si 23.667 -2.032 -0.02 -0.156 0.33 0.764
Si 26.09 1.077 -0.066 -0.216 0.134 0.72
Si 22.819 4.219 0.132 0.143 -0.119 0.7
Si 25.463 7.051 0.047 0.183 -0.056 0.732
Si 23.352 9.336 0.076 -0.272 0.042 0.74
Si 9.181 12.719 -0.001 0.277 -0.432 0.643
Si 11.998 -1.012 -0.155 0.182 -0.198 0.736
Si 14.794 1.548 0.187 0.238 -0.267 0.602
Si 12.686 3.959 -0.003 -0.406 0.273 0.551
Si 14.845 7.234 0.228 0.016 -0.241 0.75
Si 12.485 9.311 -0.105 -0.201 0.234 0.697
Si 15.441 11.976 0.143 -0.294 0.112 0.758
Si 19.031 0.043 1.304 0.036 0.025 -0.034
Si 21.634 2.681 1.403 -0.022 -0.005 -0.035
Si 18.952 5.38 1.621 -0.018 0.001 -0.056
Si 21.688 8.108 1.259 0.017 -0.017 -0.063
Si 19.122 -5.414 1.477 0.002 0.011 -0.074
Si 21.923 -2.732 1.448 0.009 0.015 -0.051
Si 24.532 -0.156 1.207 -0.036 0.014 -0.046
Si 10.933 2.882 1.241 0.015 -0.013 -0.024
Si 24.402 5.429 1.358 -0.028 0.027 -0.046
Si 10.817 8.244 1.204 -0.006 -0.009 -0.053
Si 24.445 10.765 1.594 -0.003 -0.008 -0.052
Si 10.864 -2.57 1.244 0.02 0.017 -0.058
Si 13.568 -0.043 1.34 -0.027 0.005 -0.083
Si 16.247 2.649 1.628 -0.014 -0.006 -0.019
Si 13.679 5.544 1.388 0.012 0.034 -0.03
Si 16.39 8.298 1.557 0.012 -0.01 -0.062
Si 13.598 10.954 1.209 0.035 -0.016 -0.059
Si 16.412 -2.827 1.629 0.013 -0.014 -0.06
Si 17.673 1.263 2.823 0.038 -0.024 0.03
Si 20.338 3.988 2.887 0.033 0.011 0.018
Si 17.659 6.846 2.874 -0.016 -0.02 0.028
Si 20.426 9.457 2.74 0.034 -0.009 0.019
Si 17.774 -4.141 2.936 0.013 -0.01 0.042
Si 20.487 -1.286 2.681 -0.06 -0.01 0.012
Si 23.111 1.247 2.574 0.031 0 0.015
Si 25.82 4.052 2.622 0.003 0.002 -0.01
Si 23.043 6.779 2.719 -0.014 0.023 0.038
Si 25.848 9.433 2.852 0.005 0 0.033
Si 23.098 12.17 2.871 0.016 0.007 0.014
Si 9.468 -1.229 2.629 0.01 0.007 0.027
Si 12.225 1.435 2.67 -0.01 0.009 0.015
Si 14.927 4.15 2.834 -0.023 -0.008 0.032
Si 12.159 6.861 2.638 0.032 0.024 -0.003
Si 14.918 9.656 2.762 -0.011 0.039 0.041
Si 12.218 12.323 2.578 -0.003 -0.018 -0.008
Si 14.923 -1.393 2.736 -0.001 0.034 -0.001
Si 16.271 -0.053 4.131 0.003 0.015 0.018
Si 18.99 2.638 4.201 0.003 -0.016 0.013
Si 16.292 5.474 4.186 0.01 -0.033 0.009
Si 19.054 8.178 4.166 -0.003 0.034 0.006
Si 16.291 -5.42 4.203 -0.01 -0.004 -0.003
Si 19.134 -2.671 4.115 0.016 0.004 -0.019
Si 21.8 0.009 4.094 -0.001 0.028 0.007
Si 24.462 2.663 3.956 -0.035 -0.024 -0.001
Si 21.731 5.416 4.126 -0.024 0.03 -0.013
Si 24.439 8.079 4.124 -0.031 0.001 -0.009
Si 21.733 10.809 4.163 -0.015 -0.008 0.009
Si 24.505 -2.743 4.122 0.001 0.021 -0.031
Si 10.829 0.088 4.028 0.012 0.015 -0.005
Si 13.542 2.763 4.108 0.007 -0.035 0.009
Si 10.84 5.508 4.041 0.005 0.002 0.012
Si 13.537 8.217 4.032 0.014 -0.022 -0.022
Si 10.848 10.966 3.972 0.006 -0.005 0.007
Si 13.537 -2.714 4.063 0.008 -0.026 0.013
Si 17.681 -1.386 16.248 0.006 -0.007 -0.007
Si 20.443 1.317 16.279 -0.018 -0.001 -0.01
Si 17.671 4.074 16.252 -0.011 -0.005 -0.007
Si 20.411 6.801 16.25 0.013 0.002 -0.014
Si 17.687 -6.818 16.319 0.008 -0.018 0.014
Si 20.43 -4.096 16.281 0.001 0.014 -0.002
Si 23.091 -1.394 16.304 -0.028 -0.002 -0.005
Si 9.534 1.362 16.352 -0.004 0.014 0.006
Si 23.157 4.018 16.271 -0.008 0.014 -0.007
Si 9.496 6.775 16.371 0.015 0 -0.001
Si 23.138 9.521 16.253 0.002 -0.002 -0.006
Si 9.524 -4.071 16.331 0.001 -0.002 -0.003
Si 12.214 -1.364 16.329 -0.005 -0.011 -0.005
Si 14.952 1.337 16.264 0.001 -0.008 -0.01
Si 12.212 4.07 16.331 0.013 -0.007 -0.012
Si 14.933 6.732 16.291 0.011 0.011 0.005
Si 12.151 9.503 16.306 -0.017 0.007 -0.003
Si 14.934 -4.101 16.314 0.009 -0.009 0.012
Si 19.109 -0.101 17.594 0.017 -0.003 0.01
Si 21.804 2.668 17.661 0.024 -0.007 -0.003
Si 19.076 5.41 17.584 0.01 0.022 -0.018
Si 21.752 8.191 17.595 -0.008 -0.01 0.009
Si 19.081 -5.431 17.655 0.008 -0.005 -0.003
Si 21.786 -2.796 17.71 -0.006 -0.001 0.013
Si 24.427 0.013 17.628 -0.012 -0.004 -0.026
Si 10.904 2.706 17.736 -0.004 0.005 0.024
Si 24.551 5.384 17.576 0.023 -0.004 0.001
Si 10.845 8.139 17.744 -0.006 0.005 -0.007
Si 24.493 10.863 17.634 -0.019 0.004 -0.009
Si 10.853 -2.701 17.723 0.016 0.006 0.007
Si 13.628 -0.029 17.652 0.012 0.016 -0.009
Si 16.299 2.719 17.591 0.007 0 0.01
Si 13.574 5.4 17.709 0.007 -0.002 0.019
Si 16.318 8.074 17.613 0.007 0.008 0.006
Si 13.489 10.886 17.631 0.015 0.025 0.015
Si 16.324 -2.717 17.632 0.017 0.001 -0.013
Si 17.725 1.319 18.802 0.015 -0.014 -0.042
Si 20.426 4.05 18.951 -0.03 0.012 -0.018
Si 17.77 6.762 18.964 -0.007 0.008 -0.026
Si 20.491 -6.728 19.038 0.025 0.003 -0.012
Si 17.691 -4.063 18.974 0.035 0.036 0.001
Si 20.405 -1.458 19.072 -0.036 0 -0.011
Si 23.139 1.333 19.096 0.008 0.004 0.009
Si 9.531 3.981 19.184 -0.022 -0.016 -0.017
Si 23.135 6.753 18.81 0.009 -0.004 -0.037
Si 9.489 9.515 19.115 0.013 -0.002 -0.017
Si 23.188 -4.147 19.096 -0.028 0.01 -0.016
Si 25.747 -1.32 18.991 0.006 -0.045 -0.014
Si 12.355 1.359 19.039 0.013 0.024 -0.024
Si 14.966 4.029 19.044 0.001 -0.028 -0.002
Si 12.17 6.716 19.097 0.007 0.016 -0.013
Si 14.801 9.382 18.837 -0.048 -0.04 -0.045
Si 12.219 -4.04 19.1 0.019 -0.003 -0.038
Si 14.967 -1.394 19.026 -0.034 -0.017 -0.01
Si 16.411 0.008 20.192 0.005 0.017 0.056
Si 19.083 2.593 20.193 0.004 -0.001 0.054
Si 16.432 5.363 20.301 0.009 -0.028 0.047
Si 19.086 8.221 20.302 0.012 -0.006 0.03
Si 16.145 10.845 19.981 -0.039 0.018 0.036
Si 19.017 -2.815 20.509 0.024 -0.031 0.032
Si 21.827 -0.112 20.433 -0.011 -0.053 0.055
Si 24.446 2.77 20.468 0.012 0.024 0.075
Si 21.797 5.463 20.217 0.003 0.009 0.065
Si 24.495 8.051 20.171 -0.017 -0.017 0.057
Si 21.901 -5.495 20.566 -0.007 -0.012 0.048
Si 24.515 -2.732 20.451 -0.004 0.009 0.056
Si 10.951 0.028 20.325 -0.008 -0.004 0.035
Si 13.703 2.636 20.521 0.022 0.011 0.044
Si 10.887 5.362 20.555 0.024 0 0.052
Si 13.525 8.092 20.401 -0.007 0.019 0.071
Si 10.829 10.927 20.478 -0.013 -0.01 0.03
Si 13.629 -2.666 20.508 -0.016 -0.026 0.073
Si 17.846 -1.102 21.646 -0.096 -0.292 -0.673
Si 20.155 1.028 21.57 0.167 0.092 -0.674
Si 17.577 3.695 21.549 -0.035 0.224 -0.672
Si 20.739 7.083 21.496 -0.218 0.003 -0.759
Si 17.324 9.387 21.294 0.284 0.017 -0.744
Si 20.676 -3.905 21.837 -0.19 -0.224 -0.705
Si 22.945 -1.678 21.855 0.15 0.222 -0.685
Si 10.017 1.459 21.923 -0.386 -0.083 -0.658
Si 23.258 4.414 21.717 -0.133 -0.321 -0.679
Si 9.169 6.563 21.668 0.232 -0.035 -0.678
Si 23.118 -7.235 21.735 0.144 0.373 -0.664
Si 26.196 -3.761 21.743 -0.296 -0.338 -0.652
Si 12.03 -1.442 21.769 0.374 0.15 -0.647
Si 15.403 1.452 21.723 -0.247 -0.063 -0.633
Si 12.155 3.801 21.858 0.107 0.202 -0.671
Si 15.282 6.992 21.513 -0.317 -0.232 -0.653
Si 12.402 9.724 21.716 -0.149 -0.215 -0.669
Si 14.709 -4.465 21.536 0.043 0.234 -0.716
Si 8.82 -7.356 -4.247 -0.007 -0.128 0.054
Si 23.892 -3.957 -7.056 -0.014 -0.159 -0.127
Si 11.217 4.251 -4.465 0.021 -0.081 0.042
Si 10.897 7.93 23.744 0.023 0.107 -0.018
Si 16.187 -2.424 -2.024 0.034 -0.176 0.19
Si 20.94 1.255 24.502 -0.023 0.037 -0.12
Si 18.459 7.121 -6.276 0.11 0.023 -0.132
Si 5.572 1.458 -2.54 -0.144 -0.003 0.073
Si 22.785 1.242 -4.361 -0.023 -0.121 0.099
Si 10.178 -1.485 -5.191 0.004 0.042 -0.066
Si 10.783 1.522 -5.491 -0.029 0.019 0.055
Si 16.243 5.622 -1.921 0.077 -0.157 0.072
Si 14.528 7.182 26.094 0.014 0.062 -0.124
Si 19.516 -7.259 26.072 -0.019 -0.002 0.048
Si 21.73 -5.374 -2.048 -0.022 -0.008 0.087
Si 13.665 4.285 -2.85 -0.049 -0.023 0.243
Si 7.976 2.856 -1.853 0.057 -0.039 -0.009
Si 10.005 6.628 -2.966 0.023 0.111 -0.029
Si 19.096 6.325 -2.627 0.083 -0.083 0.073
Si 19.16 -4.359 -6.214 0.047 0.1 -0.105
Si 21.248 6.487 -6.774 -0.032 0.051 -0.011
Si 18.08 1.423 25.753 -0.029 -0.078 -0.033
Si 17.672 -6.546 -5.028 0.099 0.021 0.097
Si 26.809 -4.036 24.604 -0.013 0.067 -0.102
Si 8.615 -7.034 -7.248 -0.012 -0.09 0.065
Si 14.706 -6.208 25.676 0.155 -0.071 -0.046
Si 2.66 4.523 -6.98 -0.044 0.101 -0.093
Si 16.91 4.206 26.142 0.014 0.054 0.072
Si 11.084 -0.129 24.233 0.046 0.055 -0.209
Si 19.15 -7.087 -2.566 -0.124 -0.009 0.127
Si 17.454 0.497 -4.412 0.054 0.044 0.135
Si 20.228 0.766 -2.91 -0.042 -0.025 -0.106
Si 11.381 -7.123 -3.008 0.066 -0.049 0.096
Si 14.063 -2.414 -5.493 0.023 0.035 0.109
Si 17.001 -2.614 -4.721 0.036 -0.027 0.093
Si 7.212 -4.99 -4.3 0.001 -0.109 -0.038
Si 12.527 5.412 24.393 0.08 -0.015 -0.003
Si 19.746 4.82 -4.943 0.005 0.023 0.026
Si 18.972 5.578 23.505 -0.146 -0.004 -0.082
Si 22.801 3.633 24.682 0.004 0.037 -0.095
Si 19.221 -4.886 24.514 0.053 -0.022 -0.087
Si 10.549 -2.538 26.218 0.029 0.034 0.022
Si 14.843 1.338 -2.81 0.059 -0.107 0.115
Si 22.552 -0.54 -2.333 0.07 0.015 0.023
Si 11.766 -3.625 -6.94 0.003 -0.033 0.038
Si 12.239 -6.404 -5.892 -0.064 -0.019 -0.005
Si 23.274 -0.7 24.774 0.018 0.031 -0.102
Si 15.243 -6.803 -6.311 0.022 -0.092 -0.016
Si 16.626 -5.16 23.584 -0.052 0.001 -0.043
Si 16.254 6.268 24.142 0.005 0.05 -0.127
Si 15.534 3.867 -7.198 0.075 0.01 0.005
Si 6.383 -1.308 -2.735 0.048 0.015 0.154
Si 16.109 -0.389 23.994 -0.009 0.017 -0.086
Si 13.54 -1.199 -2.88 -0.119 -0.045 0.167
Si 17.681 -1.381 5.466 0.006 -0.002 -0.008
Si 20.419 1.322 5.49 -0.007 -0.006 0.02
Si 17.644 4.066 5.502 0.013 0.004 0.012
Si 20.394 6.783 5.494 0.004 -0.016 0.009
Si 17.654 9.513 5.511 0 0 0.006
Si 20.412 12.234 5.488 -0.011 -0.002 0.008
Si 23.135 -1.375 5.451 -0.011 -0.019 0.008
Si 25.844 1.37 5.376 -0.009 0.003 -0.003
Si 23.138 4.026 5.392 -0.006 -0.017 -0.011
Si 25.872 6.724 5.375 0.008 -0.01 -0.007
Si 23.124 9.471 5.487 0.006 0.001 0.015
Si 25.865 12.219 5.458 -0.004 -0.005 0.027
Si 12.178 -1.312 5.392 0.001 0.01 -0.009
Si 14.921 1.376 5.441 -0.005 0.016 0.013
Si 12.169 4.13 5.434 -0.001 -0.004 0.007
Si 14.884 6.853 5.45 -0.011 0.022 -0.008
Si 12.176 9.583 5.38 0.001 0.023 0.002
Si 14.903 -4.036 5.475 0.018 0.013 0.004
Si 19.032 -0.022 6.829 0.016 0.008 0.001
Si 21.777 2.711 6.802 -0.011 0.002 -0.001
Si 19.022 5.426 6.835 -0.003 0.004 0.008
Si 21.758 8.132 6.844 -0.001 0.006 0.001
Si 19.016 10.894 6.836 -0.017 0.014 -0.004
Si 21.783 -2.733 6.825 0.007 -0.004 0.006
Si 24.507 0.003 6.768 0 -0.001 -0.007
Si 27.218 2.736 6.709 -0.005 0.011 0
Si 24.512 5.38 6.752 0.01 -0.004 -0.009
Si 27.21 8.12 6.733 -0.008 0.009 -0.006
Si 24.494 10.855 6.803 -0.005 0.003 0.001
Si 10.839 -2.675 6.772 -0.002 0.002 -0.003
Si 13.549 0.016 6.782 0.009 0.003 0.006
Si 16.27 2.716 6.833 0.008 -0.01 0.001
Si 13.539 5.474 6.8 0.001 -0.006 0.002
Si 16.273 8.158 6.835 0.015 -0.002 0.003
Si 13.539 -5.421 6.793 0.011 0.001 -0.001
Si 16.294 -2.71 6.825 -0.007 -0.007 0.001
Si 17.66 1.355 8.168 0.007 0.004 -0.004
Si 20.406 4.065 8.163 0.01 0.007 -0.001
Si 17.645 6.788 8.176 -0.012 -0.016 -0.003
Si 20.386 9.512 8.173 0.003 -0.005 -0.008
Si 17.643 -4.08 8.183 -0.008 -0.007 0.005
Si 20.397 -1.383 8.173 -0.027 -0.021 -0.002
Si 23.139 1.344 8.142 0.003 0.01 -0.008
Si 25.869 4.052 8.122 -0.004 -0.003 0.005
Si 23.149 6.75 8.134 -0.006 0.01 -0.004
Si 25.863 9.479 8.122 -0.005 0.004 -0.001
Si 23.139 -4.103 8.164 0.005 -0.002 0.006
Si 9.475 -1.315 8.132 -0.002 0.003 0.002
Si 12.182 1.388 8.131 -0.002 -0.003 -0.011
Si 14.904 4.099 8.161 0.004 -0.002 -0.003
Si 12.176 6.844 8.14 0.001 -0.001 -0.008
Si 14.907 -6.781 8.162 -0.005 -0.002 -0.005
Si 12.188 -4.049 8.146 0.005 0.002 -0.009
Si 14.918 -1.338 8.154 0.022 0.013 -0.008
Si 16.289 0.001 9.518 -0.01 -0.005 0.002
Si 19.033 2.712 9.516 0.005 0 0.009
Si 16.282 5.435 9.528 0.013 0.001 0.007
Si 19.019 8.149 9.522 -0.019 0.008 -0.001
Si 16.279 -5.441 9.526 0.009 0.012 0.005
Si 19.021 -2.73 9.525 -0.001 -0.001 0.007
Si 21.769 -0.009 9.501 0.005 0.006 -0.005
Si 24.502 2.703 9.49 0.007 -0.013 0.006
Si 21.775 5.42 9.511 -0.004 -0.015 0.004
Si 24.497 8.128 9.486 0.011 -0.003 -0.001
Si 21.762 -5.456 9.515 -0.011 0.011 0.001
Si 8.122 -2.675 9.507 -0.012 0.006 0.006
Si 10.838 0.027 9.505 0.006 -0.002 0.001
Si 13.546 2.732 9.509 0.005 0.004 0.003
Si 10.828 5.472 9.501 -0.002 0.005 0.003
Si 13.548 8.175 9.516 0.011 -0.002 0
Si 10.836 -5.412 9.513 0.005 0.002 0
Si 13.563 -2.708 9.511 0.01 -0.009 0.003
Si 17.653 -1.368 10.872 0.002 0.006 -0.001
Si 20.405 1.348 10.861 -0.012 -0.005 -0.003
Si 17.663 4.074 10.87 -0.014 0 0
Si 20.4 6.783 10.861 0.012 0.008 -0.004
Si 17.649 9.51 10.87 -0.012 -0.005 -0.001
Si 20.39 -4.098 10.864 -0.014 -0.004 0.003
Si 23.135 -1.377 10.841 0.002 -0.01 0
Si 25.859 1.34 10.836 -0.005 -0.007 0.006
Si 23.138 4.055 10.859 0.006 0.001 0.004
Si 25.864 6.775 10.838 0.003 -0.001 0.001
Si 23.13 9.49 10.848 -0.009 -0.001 -0.004
Si 9.476 -4.053 10.873 -0.002 0 0.001
Si 12.198 -1.345 10.866 0.005 0.005 -0.005
Si 14.921 1.365 10.862 0.019 0.004 -0.007
Si 12.186 4.099 10.863 -0.006 0 -0.003
Si 14.914 6.805 10.871 -0.002 0 -0.003
Si 12.196 9.539 10.878 0.002 -0.004 -0.003
Si 14.922 -4.076 10.878 0.007 -0.014 0
Si 19.034 -0.011 12.208 0.001 -0.002 -0.001
Si 21.773 2.7 12.221 0.003 0 0.004
Si 19.036 5.427 12.226 -0.007 -0.006 0.001
Si 21.768 8.138 12.217 -0.008 0 0.003
Si 19.025 10.861 12.218 -0.006 -0.002 -0.002
Si 21.761 -2.731 12.195 -0.004 -0.005 -0.001
Si 24.501 -0.023 12.193 0.001 0.011 -0.003
Si 27.215 2.702 12.188 -0.001 0 -0.003
Si 24.505 5.418 12.204 0.002 0.012 0.002
Si 27.22 8.145 12.186 0.003 0.001 0.001
Si 24.493 10.865 12.187 0.002 0.001 0.003
Si 10.848 -2.707 12.237 0.003 0 0.005
Si 13.568 0.003 12.228 0.004 0.001 0.002
Si 16.297 2.71 12.218 0.002 -0.003 0.002
Si 13.556 5.442 12.229 0.015 0.002 0.007
Si 16.282 8.157 12.228 0.006 -0.001 -0.004
Si 13.57 -5.44 12.244 0.01 0.013 0.003
Si 16.296 -2.731 12.236 0.003 0.001 0.002
Si 17.681 1.354 13.563 -0.012 -0.001 -0.008
Si 20.41 4.063 13.58 -0.003 -0.001 0.013
Si 17.657 6.794 13.565 -0.018 0.016 -0.004
Si 20.398 9.503 13.565 -0.005 -0.002 0
Si 17.664 -4.107 13.582 0.011 -0.009 0
Si 20.394 -1.381 13.555 -0.015 0.015 0
Si 23.145 1.324 13.557 0.009 -0.019 0.007
Si 25.867 4.059 13.561 0.002 -0.008 0.008
Si 23.142 6.775 13.564 0.006 -0.005 -0.002
Si 25.853 9.506 13.543 -0.01 0.009 0.001
Si 23.125 -4.09 13.54 -0.015 0.007 -0.004
Si 25.848 -1.376 13.566 -0.005 -0.009 0.009
Si 12.202 1.363 13.584 0 0.009 -0.003
Si 14.92 4.059 13.567 0.016 -0.001 -0.004
Si 12.206 6.806 13.599 -0.012 -0.002 0.003
Si 14.929 9.509 13.609 0.012 -0.011 0.002
Si 12.21 -4.077 13.596 0.009 -0.015 0.003
Si 14.93 -1.366 13.584 0.01 -0.003 0.005
Si 16.322 -0.007 14.909 0.015 0.007 0.002
Si 19.052 2.691 14.937 0.002 -0.003 0.01
Si 16.294 5.414 14.9 -0.005 -0.002 0.001
Si 19.024 8.152 14.918 0.002 -0.005 0.008
Si 16.308 -5.459 14.962 0.013 0.008 0
Si 19.048 -2.753 14.916 -0.003 0.007 -0.002
Si 21.772 -0.036 14.904 -0.003 -0.009 0.005
Si 24.514 2.68 14.908 -0.004 -0.004 0.004
Si 21.791 5.415 14.932 0.003 0.008 0.002
Si 24.504 8.145 14.911 0.001 0.005 -0.001
Si 21.772 10.872 14.901 -0.007 -0.004 -0.001
Si 24.462 -2.726 14.914 -0.011 -0.005 0.005
Si 10.863 0.002 14.963 0.005 0 -0.005
Si 13.562 2.71 14.947 0.003 -0.007 0
Si 10.859 5.448 14.976 0.005 0.003 0.005
Si 13.565 8.149 14.976 0.006 -0.002 0.012
Si 10.831 10.879 14.936 0.002 -0.008 -0.003
Si 13.577 -2.724 14.962 -0.012 0.008 0.005
Si -30.814 -1.627 0.052 -0.266 0.116 0.734
Si -28.703 1.44 0.192 0.254 -0.096 0.742
Si 34.443 3.74 0.002 -0.32 0.206 0.752
Si -28.184 6.471 -0.081 -0.062 0.166 0.694
Si 33.667 9.742 -0.136 0.337 -0.111 0.707
Si -28.617 -3.854 0.157 0.015 -0.243 0.676
Si -25.634 -1.725 0.142 -0.054 0.276 0.733
Si -22.849 1.001 0.143 -0.097 0.145 0.724
Si -26.034 4.176 -0.027 0.206 -0.081 0.717
Si -23.261 7.072 0.191 -0.007 -0.185 0.768
Si -25.419 9.32 -0.002 -0.284 0.104 0.672
Si 25.873 12.167 0.438 -0.006 -0.018 0.54
Si 28.314 -1.11 0.007 0.133 -0.091 0.777
Si 30.968 1.698 -0.231 0.246 -0.259 0.684
Si 28.666 3.89 -0.115 -0.106 0.266 0.688
Si 31.481 6.843 -0.496 -0.054 -0.271 0.754
Si 28.018 10.006 -0.022 0.149 -0.198 0.783
Si 31.405 11.924 0.116 -0.014 0.222 0.708
Si -29.872 -0.07 1.492 0.017 0.006 -0.027
Si -27.132 2.673 1.402 -0.012 0.017 -0.048
Si -29.779 5.39 1.283 0.002 -0.025 -0.05
Si -27.086 8.124 1.21 -0.006 -0.018 -0.067
Si -29.92 -5.504 1.179 -0.03 -0.022 -0.067
Si -27.138 -2.772 1.568 0 0.004 -0.047
Si -24.446 -0.123 1.418 0.011 -0.011 -0.04
Si 27.176 2.702 1.255 0.038 -0.03 -0.037
Si -24.458 5.383 1.297 -0.024 0.002 -0.047
Si 27.1 8.229 1.27 -0.005 0.002 -0.07
Si -24.35 10.866 1.383 0.005 0.014 -0.033
Si 27.283 -2.661 1.481 0.01 0.036 -0.031
Si 29.955 0.061 1.194 -0.01 0.013 -0.052
Si 32.643 2.714 1.144 0.004 -0.019 -0.016
Si 29.998 5.509 0.977 0.006 0.035 -0.044
Si 32.676 8.064 1.162 -0.029 0.026 -0.047
Si 29.802 10.81 1.358 -0.009 -0.025 -0.019
Si -32.571 -2.754 1.222 -0.02 0.026 -0.077
Si -31.352 1.339 2.64 -0.002 0.026 0.008
Si -28.5 4.049 2.734 0.002 0.01 0.041
Si -31.213 6.766 2.561 -0.004 -0.023 -0.009
Si -28.532 9.457 2.542 0.03 0.023 0.011
Si -31.255 -4.141 2.621 0.015 -0.028 0.007
Si -28.493 -1.374 2.851 -0.01 -0.007 0.013
Si -25.77 1.309 2.73 -0.006 -0.015 0.011
Si -23.088 4.048 2.693 0.009 0.014 -0.003
Si -25.795 6.772 2.675 0.004 0.002 0.034
Si -23.033 9.563 2.831 -0.016 0.001 0.041
Si -25.768 12.13 2.796 0.019 -0.011 0.025
Si 25.847 -1.347 2.767 -0.004 -0.013 0.038
Si 28.585 1.382 2.624 -0.01 -0.029 0.03
Si 31.303 4.145 2.482 -0.014 -0.007 -0.004
Si 28.593 6.803 2.457 0.009 0 -0.005
Si 31.232 9.375 2.58 0.044 -0.002 0.018
Si 28.621 12.248 2.774 -0.006 -0.001 0.018
Si -33.954 -1.353 2.544 -0.025 -0.006 0.008
Si -32.662 -0.027 4.003 -0.015 -0.002 0.018
Si -29.939 2.687 4.003 0.003 -0.001 -0.01
Si -32.611 5.426 3.921 -0.023 0.002 0.002
Si -29.883 8.128 3.95 0.005 -0.004 0.003
Si -32.657 -5.517 3.93 -0.012 0.002 -0.023
Si -29.919 -2.796 4.054 -0.013 -0.005 -0.016
Si -27.14 0.006 4.138 0.002 -0.004 0.013
Si -24.43 2.689 4.077 0.007 0.008 -0.003
Si -27.155 5.432 4.067 0.015 -0.002 -0.014
Si -24.45 8.133 4.072 -0.001 -0.016 -0.017
Si -27.211 10.774 4.03 -0.004 -0.014 -0.001
Si -24.446 -2.792 4.157 0.006 0.002 -0.011
Si 27.24 0.032 4.044 0.023 0.001 -0.006
Si 29.96 2.772 3.922 0.022 -0.008 -0.008
Si 27.236 5.434 3.903 0.014 0.03 -0.016
Si 29.897 8.074 3.975 -0.011 0.001 0.001
Si 27.224 10.873 4.099 -0.007 -0.012 -0.016
Si -35.274 -2.689 4.017 0.014 0.029 0.022
Si -31.254 -1.373 16.199 0.014 -0.002 -0.012
Si -28.542 1.342 16.263 0.022 0.002 -0.004
Si -31.294 4.061 16.281 -0.002 -0.003 -0.012
Si -28.599 6.768 16.206 -0.001 0.002 -0.011
Si -31.297 -6.826 16.245 -0.002 -0.009 -0.002
Si -28.577 -4.089 16.215 0.001 0.002 -0.016
Si -25.853 -1.362 16.259 0.007 0.007 -0.003
Si 25.86 1.345 16.308 0.013 0.013 0.003
Si -25.893 4.011 16.253 -0.01 0.005 0.002
Si 25.885 6.786 16.255 0.005 0.004 -0.01
Si -25.871 9.482 16.24 -0.013 -0.007 -0.003
Si 25.819 -4.08 16.262 0.008 -0.003 -0.008
Si 28.563 -1.368 16.299 -0.002 -0.011 0.003
Si 31.277 1.367 16.248 0.012 0.009 0.001
Si 28.581 4.05 16.272 0.005 -0.004 -0.01
Si 31.285 6.764 16.289 -0.013 0.011 -0.008
Si 28.561 9.479 16.237 -0.013 0.02 -0.014
Si -33.996 -4.103 16.261 -0.004 -0.005 -0.005
Si -29.859 -0.073 17.57 0.001 -0.01 0.016
Si -27.207 2.676 17.683 0.001 -0.017 0.002
Si -29.908 5.424 17.611 0.003 0.027 -0.001
Si -27.278 8.13 17.562 0.04 0.008 0.003
Si -29.967 -5.406 17.566 0.005 0.011 -0.014
Si -27.198 -2.758 17.571 -0.011 -0.001 0.012
Si -24.509 -0.02 17.659 -0.008 -0.026 0.019
Si 27.227 2.725 17.667 -0.021 -0.021 0.028
Si -24.575 5.36 17.618 0.009 0.018 0.008
Si 27.239 8.132 17.641 -0.015 0.002 -0.001
Si -24.45 10.833 17.533 0.015 0.011 -0.007
Si 27.136 -2.701 17.63 0.002 -0.003 -0.004
Si 29.945 0.017 17.627 -0.008 -0.002 -0.003
Si 32.624 2.703 17.64 -0.005 0.003 0.017
Si 29.964 5.358 17.653 0.015 -0.028 0.008
Si 32.661 8.124 17.63 0.02 0.004 0.017
Si 29.893 10.846 17.583 0 0.008 0.001
Si -32.598 -2.714 17.557 0.016 -0.002 -0.023
Si 34.033 1.278 18.862 0.002 -0.008 -0.032
Si -28.587 4.062 19.001 0.01 0.015 -0.004
Si 34.055 6.772 19.005 -0.023 0.021 -0.025
Si -28.612 -6.764 18.875 -0.007 -0.008 -0.02
Si -31.243 -3.998 18.965 0.02 -0.008 -0.013
Si -28.506 -1.416 18.979 -0.01 0.015 -0.027
Si -25.847 1.308 19.067 -0.001 0.008 -0.009
Si 25.858 4.076 19.054 -0.015 0.017 -0.037
Si -26.004 6.712 18.924 -0.024 -0.031 -0.044
Si 25.856 9.506 18.971 0.037 0.01 -0.018
Si -25.777 -4.118 18.846 0.004 0.009 -0.036
Si -23.184 -1.367 19.055 0.007 -0.01 -0.003
Si 28.62 1.385 19.018 -0.009 0.023 -0.017
Si 31.335 4.059 19.106 0.029 0.007 0.002
Si 28.576 6.702 18.967 0.003 0.011 0.003
Si 31.295 9.527 18.929 -0.019 0.016 -0.017
Si 28.479 -4.127 18.91 -0.036 -0.04 -0.011
Si 31.352 -1.361 18.91 -0.021 0.029 -0.01
Si 32.781 -0.094 20.278 0.027 -0.015 0.046
Si 35.362 2.606 20.239 -0.012 -0.021 0.075
Si 32.836 5.352 20.467 -0.028 -0.052 0.049
Si 35.301 8.309 20.299 -0.011 0.018 0.039
Si 32.543 11.091 20.24 -0.073 0.046 0.016
Si -29.835 -2.747 20.399 -0.001 -0.02 0.079
Si -27.133 -0.127 20.405 0.016 -0.03 0.047
Si -24.529 2.64 20.486 0.011 0.003 0.035
Si -27.343 5.426 20.447 0.004 0.009 0.033
Si -24.596 8.085 20.167 -0.006 0.003 0.067
Si -27.142 -5.455 20.131 0.006 0.014 0.07
Si -24.551 -2.824 20.356 0.017 0.005 0.059
Si 27.07 0.134 20.262 -0.021 0.046 0.026
Si 30 2.656 20.494 0.023 0.001 0.027
Si 27.279 5.407 20.442 -0.006 -0.014 0.048
Si 30.028 7.99 20.232 0.026 -0.016 0.032
Si 27.166 10.833 20.395 0 0.033 0.074
Si 29.838 -2.637 20.114 0.002 0.04 0.055
Si 34.377 -1.117 21.716 -0.172 -0.215 -0.776
Si 36.554 1.106 21.551 0.209 0.032 -0.77
Si 33.905 3.59 21.773 0.035 0.307 -0.713
Si 36.776 7.125 21.66 -0.183 -0.253 -0.638
Si 33.711 9.608 21.516 0.29 0.096 -0.643
Si -28.168 -3.95 21.552 -0.177 0.043 -0.729
Si -26.02 -1.719 21.792 0.128 0.226 -0.693
Si 26.135 1.743 21.742 -0.197 -0.146 -0.694
Si -25.71 4.29 21.733 -0.181 -0.234 -0.726
Si 25.578 6.546 21.586 0.257 0.138 -0.75
Si -26.159 -7.099 21.452 0.179 0.126 -0.773
Si -23.01 -4.019 21.652 -0.296 -0.339 -0.646
Si 28.298 -1.439 21.365 0.122 0.085 -0.74
Si 31.655 1.388 21.644 -0.231 0.017 -0.665
Si 28.473 3.888 21.814 0.16 0.143 -0.643
Si 31.742 7.08 21.602 -0.271 -0.298 -0.611
Si 28.863 9.564 21.42 -0.488 -0.2 -0.609
Si 30.78 -4.213 21.499 0.561 0.354 -0.549
Si 21.894 -4.976 -4.951 0.099 -0.078 -0.052
Si -28.119 -6.724 -6.441 -0.048 0.045 -0.141
Si 27.617 5.55 -5.069 0.018 -0.048 -0.082
Si 25.275 -7.843 23.886 -0.183 -0.047 -0.192
Si -30.791 -3.947 -3.832 -0.102 0.01 0.034
Si -26.848 2.346 23.752 -0.05 0.043 -0.086
Si -23.15 -5.068 24.673 0.111 0.117 -0.171
Si 23.778 0.864 -7.22 -0.043 -0.037 -0.004
Si -24.834 2.074 -2.082 -0.087 0.006 0.222
Si 29.212 0.704 26.245 0.049 -0.08 0.024
Si 30.301 -2.507 -1.876 -0.065 -0.033 0.139
Si 31.605 2.249 -3.101 0.031 -0.14 0.052
Si 29.625 3.09 -5.209 -0.002 -0.05 0.005
Si -25.695 4.848 -5.199 -0.038 -0.107 0.057
Si -27.17 -5.526 -2.024 0.081 -0.022 0.028
Si -31.786 0.366 -4.598 0.139 0.038 0.102
Si 23.896 2.082 -1.882 0.004 -0.038 0.03
Si 27.302 5.796 -2.106 -0.009 -0.055 0.087
Si -28.568 8.173 -2.624 0.043 -0.038 0.012
Si -27.338 -2 -6.646 -0.09 0.008 -0.049
Si 32.142 3.732 -7.009 0.011 -0.104 -0.034
Si -28.007 -4.325 -4.57 0.088 -0.012 0.053
Si -32.258 -3.318 -6.4 -0.096 0.035 -0.035
Si -30.407 7.381 -6.827 0.095 -0.058 0.034
Si 28.047 -6.62 24.272 0.108 -0.007 -0.009
Si 29.488 8.096 -5.212 -0.112 -0.062 0.002
Si 18.21 2.713 -6.319 0.018 0.045 -0.052
Si 32.32 7.146 24.463 0.028 -0.046 -0.108
Si 30.003 -0.263 23.672 0.097 -0.164 -0.083
Si 32.291 -7.799 -5.552 0.097 0.069 0.053
Si -32.238 -1.645 -2.401 0.126 0.023 -0.014
Si -27.945 2.964 -5.19 0.029 0.13 -0.161
Si 29.304 -8.065 -2.121 0.015 -0.045 0.024
Si 29.265 4.836 24.768 0.065 0.019 -0.012
Si 30.775 -3.195 24.508 -0.115 0.048 0.003
Si 25.772 -6.132 -6.428 -0.038 -0.113 0.021
Si -30.56 3.511 24.746 0.021 0.11 -0.049
Si -29.875 7.729 24.286 -0.038 -0.103 -0.149
Si 32.109 4.413 25.876 -0.139 0.108 -0.045
Si -30.698 4.652 -5.294 -0.05 0.019 0.09
Si 28.38 -5.58 -5.639 -0.05 0.13 0.106
Si 25.177 1.684 24.668 -0.032 0.02 -0.084
Si -31.186 -7.067 -3.228 0.032 0.068 0.133
Si -27.101 -0.089 -2.04 0.035 0.018 0.076
Si 22.949 -7.401 -6.341 0.037 0.067 0.037
Si -29.68 -3.484 26.07 0.038 -0.096 -0.187
Si -24.617 0.092 23.914 0.096 -0.107 0.01
Si -32.233 4.869 -2.495 0.026 0.118 -0.024
Si -29.732 -5.624 23.689 -0.099 0.068 -0.073
Si 29.877 7.783 25.781 -0.02 0.023 -0.013
Si -22.365 5.107 26.103 0.018 -0.107 0.127
Si 28.246 -2.794 -6.893 -0.077 -0.012 -0.07
Si -31.917 -1.949 24.648 0.041 0.115 -0.089
Si 30.188 -3.353 -4.872 -0.043 -0.184 -0.11
Si -31.29 -1.397 5.364 -0.001 0.009 -0.001
Si -28.571 1.356 5.407 0 0.02 0.006
Si -31.289 4.067 5.338 0 -0.008 0.004
Si -28.553 6.786 5.375 -0.006 0.005 0.003
Si -31.273 9.477 5.312 0.006 0.003 -0.006
Si -28.55 12.169 5.394 0.012 -0.004 0.006
Si -25.811 -1.398 5.471 0.011 0.002 0.002
Si -23.106 1.338 5.487 -0.001 0.003 -0.002
Si -25.809 4.058 5.42 0.011 0.006 0.002
Si -23.122 6.774 5.469 -0.001 0.011 0.016
Si -25.844 9.458 5.424 0.004 0.011 -0.003
Si -23.071 12.215 5.517 0.006 -0.003 0.019
Si -36.68 -1.357 5.372 -0.015 -0.019 0.011
Si -34.011 1.372 5.326 -0.003 0.003 0.006
Si 28.579 4.088 5.31 0 0.001 -0.002
Si -33.986 6.749 5.322 0.001 -0.009 0.004
Si 28.591 9.469 5.379 0.01 0.005 0.002
Si -33.956 -4.117 5.341 0 -0.004 0.002
Si -29.927 -0.036 6.733 0.001 -0.008 0
Si -27.203 2.712 6.762 -0.01 -0.004 -0.001
Si -29.928 5.42 6.712 0.003 0.005 -0.004
Si -27.208 8.118 6.778 -0.001 -0.007 -0.011
Si -29.935 10.825 6.729 0.001 -0.002 -0.008
Si -27.204 -2.774 6.769 -0.003 -0.003 0.001
Si -24.468 -0.026 6.828 -0.002 -0.002 0.002
Si -21.752 2.682 6.869 0.003 -0.009 -0.001
Si -24.479 5.411 6.813 0.004 -0.005 -0.006
Si -21.751 8.132 6.832 0.001 -0.009 -0.003
Si -24.477 10.828 6.793 0.002 0 -0.004
Si 27.244 -2.72 6.757 0.005 0.003 -0.002
Si -35.346 0.013 6.727 -0.006 0.013 -0.006
Si -32.639 2.701 6.704 -0.009 0.003 0.001
Si -35.346 5.414 6.706 0.013 -0.005 -0.002
Si -32.635 8.127 6.686 0 -0.001 0.003
Si -35.331 -5.466 6.714 -0.005 0.005 0
Si -32.631 -2.757 6.734 0.009 -0.009 -0.008
Si -31.289 1.336 8.078 0 0.008 -0.006
Si -28.573 4.072 8.099 0.005 0.007 -0.002
Si -31.287 6.776 8.071 0.001 -0.008 -0.006
Si -28.575 9.487 8.111 0.002 -0.006 0
Si -31.276 -4.115 8.093 0.007 0.016 0.006
Si -28.571 -1.395 8.102 -0.003 -0.002 -0.003
Si -25.855 1.345 8.136 0.002 -0.004 -0.006
Si -23.12 4.062 8.184 -0.001 0.011 -0.001
Si -25.854 6.768 8.149 -0.01 -0.003 0.003
Si -23.121 9.488 8.175 -0.006 -0.011 -0.006
Si -25.838 -4.118 8.136 0.009 0.005 -0.006
Si 25.868 -1.368 8.114 0 -0.007 -0.002
Si 28.563 1.36 8.081 0.003 -0.02 0
Si -33.999 4.051 8.074 -0.009 -0.007 0.005
Si 28.579 6.771 8.085 0.001 -0.003 -0.004
Si -33.98 -6.829 8.071 0.013 0.014 -0.007
Si 28.59 -4.108 8.092 -0.007 -0.003 -0.002
Si -33.997 -1.377 8.079 -0.006 -0.003 -0.009
Si -32.643 -0.022 9.447 0.006 -0.004 0.003
Si -29.932 2.697 9.442 0.008 -0.001 0.003
Si -32.644 5.417 9.432 0.001 0.004 -0.004
Si -29.937 8.124 9.455 -0.001 0.001 0.002
Si -32.642 -5.468 9.45 0.001 -0.007 0.003
Si -29.931 -2.749 9.46 0.007 -0.01 0.005
Si -27.216 -0.031 9.467 -0.003 -0.003 0.001
Si -24.496 2.697 9.509 -0.003 0 -0.003
Si -27.222 5.411 9.486 -0.003 0.005 0.005
Si -24.492 8.126 9.511 0.005 0 -0.006
Si -27.214 -5.474 9.477 -0.002 0.001 -0.002
Si 24.509 -2.729 9.485 -0.005 -0.002 0.002
Si 27.221 -0.004 9.464 -0.011 0.017 -0.003
Si 29.927 2.701 9.449 -0.003 0.008 0
Si 27.224 5.423 9.466 -0.005 0.003 0.004
Si 29.932 8.142 9.439 -0.002 0.004 -0.003
Si 27.222 -5.46 9.46 0.003 -0.001 0.003
Si 29.93 -2.737 9.454 -0.012 -0.004 -0.001
Si -31.291 -1.383 10.814 0.005 0.002 0
Si -28.576 1.338 10.81 -0.003 0.001 0.002
Si -31.293 4.057 10.8 -0.007 0.011 -0.004
Si -28.583 6.773 10.829 0.004 -0.002 0.003
Si -31.291 9.489 10.81 0.01 0.003 -0.001
Si -28.572 -4.103 10.822 0.004 0.016 0.004
Si -25.849 -1.383 10.829 0.009 0.001 -0.001
Si -23.13 1.351 10.874 0.007 -0.002 -0.002
Si -25.862 4.057 10.849 -0.008 0 -0.003
Si -23.131 6.779 10.878 -0.005 0.001 0
Si -25.858 9.493 10.847 0.001 -0.005 0.001
Si 25.865 -4.1 10.832 0.001 -0.001 0.001
Si 28.569 -1.381 10.82 0 -0.006 -0.001
Si -34.001 1.336 10.813 -0.013 -0.006 -0.005
Si 28.575 4.055 10.82 0.002 -0.001 0.002
Si -33.998 6.776 10.796 0.001 0.002 -0.008
Si 28.577 9.499 10.815 -0.004 0.008 -0.005
Si -34 -4.103 10.815 0.005 0.004 -0.001
Si -29.933 -0.015 12.169 0.008 -0.002 0.002
Si -27.224 2.689 12.186 0.009 -0.003 0.005
Si -29.945 5.41 12.176 0 -0.003 0.001
Si -27.219 8.125 12.19 -0.006 0.006 0.001
Si -29.935 10.852 12.166 -0.004 -0.014 0
Si -27.212 -2.741 12.177 0.003 -0.006 0
Si -24.493 -0.026 12.195 0.004 -0.001 -0.001
Si -21.773 2.711 12.236 -0.002 -0.001 -0.003
Si -24.497 5.408 12.212 0.003 0.001 0.001
Si -21.772 8.14 12.238 0.002 -0.006 -0.007
Si -24.498 10.853 12.21 -0.001 0 -0.002
Si 27.211 -2.734 12.198 -0.002 0.001 0.003
Si -35.357 -0.022 12.181 -0.001 0 0.001
Si -32.644 2.703 12.17 0.013 0.001 -0.003
Si -35.345 5.419 12.166 0.002 0.008 -0.005
Si -32.653 8.133 12.166 -0.009 -0.002 -0.007
Si -35.36 -5.458 12.185 -0.005 -0.003 -0.003
Si -32.651 -2.74 12.177 -0.007 -0.006 0.005
Si -31.282 1.35 13.533 -0.011 0.006 0
Si -28.593 4.045 13.535 -0.005 0.007 0
Si -31.306 6.773 13.529 -0.01 0.013 -0.003
Si -28.58 9.495 13.526 0.011 -0.001 -0.003
Si -31.296 -4.114 13.522 0.022 0.002 0.004
Si -28.563 -1.367 13.52 0 0.005 0
Si -25.849 1.337 13.537 0.002 -0.013 -0.001
Si -23.143 4.057 13.584 0.006 0.005 0
Si -25.863 6.763 13.553 0.005 -0.006 -0.004
Si -23.141 9.5 13.576 0.003 0.003 0.011
Si -25.862 -4.097 13.545 -0.004 0.012 0.01
Si -23.135 -1.379 13.56 0.008 0 0.002
Si 28.56 1.332 13.543 0.004 0.002 -0.001
Si -33.999 4.061 13.536 -0.009 0.012 0
Si 28.584 6.775 13.529 0.001 -0.004 -0.003
Si -34.007 9.488 13.533 0.009 -0.001 0.003
Si -36.712 -4.095 13.558 0.002 -0.005 0.004
Si -34.002 -1.376 13.547 -0.002 -0.004 0.009
Si -32.64 0.001 14.89 0.009 0.007 0.002
Si -29.933 2.697 14.92 0.005 0.001 0.008
Si -32.646 5.415 14.908 -0.001 0 0.01
Si -29.95 8.142 14.87 0.007 -0.007 -0.001
Si -32.657 -5.469 14.889 -0.007 -0.01 0.001
Si -29.923 -2.742 14.844 -0.002 0 0.002
Si -27.203 -0.012 14.889 0.003 0.002 0.006
Si -24.499 2.675 14.92 -0.003 -0.007 0.003
Si -27.23 5.391 14.889 0.006 0.004 -0.001
Si -24.504 8.117 14.913 0.002 -0.001 0.001
Si -27.222 10.85 14.884 -0.003 0.004 0.005
Si -24.506 -2.731 14.901 0.009 -0.003 0
Si 27.209 -0.015 14.929 0 0.007 0.004
Si 29.916 2.701 14.885 -0.011 -0.011 -0.001
Si 27.242 5.425 14.904 0.009 0.017 0.003
Si 29.933 8.118 14.903 -0.008 0.001 -0.002
Si 27.194 10.868 14.913 0.003 -0.003 0.001
Si -35.359 -2.728 14.923 -0.003 -0.001 0.001
Si -14.609 -1.581 0.195 -0.248 0.043 0.702
Si -12.5 1.483 0.23 0.193 -0.048 0.734
Si -14.724 3.649 0.268 -0.03 0.246 0.684
Si -11.87 -9.821 0.397 -0.076 -0.047 0.777
Si -15.099 -6.655 0.305 0.142 -0.213 0.722
Si -12.468 -3.887 0.196 0.115 -0.147 0.761
Si -9.453 -1.782 0.262 0.054 0.314 0.687
Si -6.66 1.16 0.011 -0.181 0.145 0.786
Si -9.736 4.308 0.138 0.158 -0.135 0.8
Si -7.065 7.068 -0.098 0.152 -0.158 0.73
Si -9.257 -6.979 -0.005 -0.234 0.052 0.744
Si -23.3 12.482 0.015 0.187 -0.197 0.716
Si -20.565 -1.106 0.222 0.045 -0.043 0.718
Si -17.846 1.621 0.325 0.029 -0.133 0.75
Si -20.031 3.823 0.236 -0.237 0.02 0.723
Si -17.905 6.854 0.246 0.265 -0.078 0.677
Si -20.062 9.125 0.263 -0.076 0.183 0.745
Si -17.258 -4.38 0.173 -0.317 0.15 0.807
Si -13.555 -0.058 1.617 -0.012 0.006 -0.048
Si -10.884 2.705 1.428 -0.011 0.024 -0.053
Si -13.552 5.307 1.499 -0.057 0.014 -0.058
Si -10.721 -8.142 1.504 0.024 0.015 -0.064
Si -13.557 -5.453 1.554 -0.001 0.007 -0.037
Si -10.913 -2.876 1.659 -0.039 0.001 -0.042
Si -8.248 -0.022 1.32 0.017 -0.025 -0.034
Si -21.71 2.651 1.392 0.012 -0.023 -0.051
Si -8.144 5.516 1.365 -0.006 0.024 -0.061
Si -21.705 8.127 1.577 -0.021 -0.014 -0.059
Si -8.213 -5.476 1.485 -0.01 -0.002 -0.046
Si -21.724 -2.752 1.399 -0.012 0.002 -0.069
Si -19.025 0.028 1.553 -0.006 -0.004 -0.062
Si -16.269 2.656 1.685 -0.01 -0.011 -0.052
Si -18.989 5.358 1.642 -0.012 -0.019 -0.043
Si -16.293 8.05 1.491 0.025 -0.026 -0.025
Si -18.932 10.822 1.425 0.027 -0.002 -0.066
Si -16.225 -2.729 1.47 -0.012 -0.008 -0.069
Si -14.936 1.257 2.977 0.01 0.001 0.022
Si -12.196 4.016 2.89 0.03 -0.012 0.035
Si -14.897 6.722 2.823 0 -0.009 0.02
Si -12.158 -6.825 2.835 0.004 -0.015 -0.008
Si -14.908 -4.079 2.901 -0.011 0.016 0.031
Si -12.173 -1.383 2.947 -0.003 -0.002 0.019
Si -9.513 1.35 2.754 -0.001 -0.009 -0.002
Si -6.814 4.122 2.711 0.001 0.002 -0.001
Si -9.406 -9.492 2.868 0.001 -0.029 0.028
Si -6.743 -6.794 2.737 0.02 -0.014 0.016
Si -9.546 -4.215 2.947 0.022 0.003 0.03
Si -23.089 -1.443 2.815 0.011 0.006 0.028
Si -20.39 1.37 2.884 -0.008 0.016 0.036
Si -17.581 4.08 2.985 -0.006 -0.002 0.03
Si -20.388 6.728 2.915 0.01 0.01 0.03
Si -17.614 9.467 2.852 -0.008 0.027 0.021
Si -20.337 12.198 2.732 -0.004 -0.007 -0.002
Si -17.63 -1.387 2.807 0.021 0.019 0.004
Si -16.318 -0.08 4.266 0.004 -0.012 0.013
Si -13.548 2.671 4.256 -0.017 0.012 -0.028
Si -16.227 5.448 4.277 0.002 0.006 0.008
Si -13.544 8.122 4.157 -0.021 0.007 0.001
Si -16.275 -5.47 4.211 0.001 -0.008 -0.007
Si -13.561 -2.732 4.269 -0.01 -0.014 -0.009
Si -10.81 0.019 4.216 -0.006 -0.01 0.003
Si -8.155 2.744 4.099 -0.01 0.012 -0.017
Si -10.824 5.443 4.18 -0.014 0.027 -0.031
Si -8.056 -8.133 4.188 -0.007 0.007 -0.018
Si -10.878 -5.52 4.301 0.001 -0.015 0.006
Si -8.175 -2.73 4.176 0.006 0.015 -0.021
Si -21.746 -0.044 4.172 -0.005 0 -0.026
Si -19.009 2.704 4.242 -0.007 -0.016 -0.023
Si -21.778 5.362 4.17 -0.012 -0.015 0.015
Si -19 8.132 4.204 0.008 0.009 -0.023
Si -21.676 10.896 4.169 -0.004 0.004 0.014
Si -19.003 -2.761 4.128 -0.002 -0.004 -0.002
Si -14.966 -1.317 16.38 0.012 0.004 -0.006
Si -12.226 1.396 16.421 -0.007 0.005 -0.005
Si -14.972 4.124 16.383 0.007 0.004 -0.004
Si -12.244 6.862 16.398 0.001 0.012 -0.004
Si -14.936 -6.72 16.34 0.006 0.008 -0.007
Si -12.216 -3.997 16.434 0.006 0.005 0.006
Si -9.494 -1.3 16.478 0.004 -0.001 -0.004
Si -23.142 1.309 16.281 0.017 -0.001 0
Si -9.473 4.119 16.426 0.007 0.013 -0.01
Si -23.178 6.748 16.3 -0.014 -0.002 -0.002
Si -9.504 -6.701 16.438 0.008 0.004 0.004
Si -23.12 -4.074 16.235 0.016 -0.005 -0.015
Si -20.428 -1.326 16.315 -0.007 0.001 -0.003
Si -17.708 1.405 16.351 0.021 0 -0.002
Si -20.442 4.068 16.332 -0.017 0.003 0.002
Si -17.705 6.82 16.316 0.001 -0.002 -0.008
Si -20.427 9.5 16.278 0.008 0.007 -0.001
Si -17.682 -4.026 16.322 -0.004 0.014 -0.004
Si -13.648 0.069 17.752 -0.005 -0.001 0.004
Si -10.816 2.73 17.767 -0.003 -0.009 -0.02
Si -13.607 5.485 17.739 -0.028 -0.012 0.026
Si -10.914 -8.049 17.742 -0.013 -0.002 -0.005
Si -13.61 -5.353 17.752 -0.01 -0.007 0.003
Si -10.871 -2.636 17.837 -0.011 -0.004 0.021
Si -8.161 0.048 17.9 -0.002 0.01 -0.012
Si -21.787 2.642 17.653 0.023 -0.004 0.006
Si -8.124 5.503 17.781 0.001 -0.014 0.012
Si -21.79 8.116 17.617 0.016 0.002 -0.006
Si -8.169 -5.338 17.85 -0.02 0.009 0.021
Si -21.831 -2.678 17.625 0.006 0.01 0.007
Si -19.06 0.026 17.687 -0.02 0.012 -0.011
Si -16.399 2.808 17.722 -0.017 0 -0.01
Si -19.083 5.463 17.666 0.004 0.003 -0.016
Si -16.347 8.24 17.608 -0.01 0.005 -0.007
Si -19.085 10.915 17.589 -0.005 -0.025 -0.015
Si -16.339 -2.672 17.726 -0.022 0 -0.003
Si -15.075 1.432 19.058 -0.007 -0.008 -0.02
Si -12.198 4.088 19.047 -0.007 0.018 -0.03
Si -15.027 6.912 18.987 -0.01 0.014 -0.029
Si -12.252 -6.677 19.135 0.026 -0.012 -0.007
Si -14.985 -4.003 19.11 0.007 -0.005 -0.003
Si -12.271 -1.235 19.139 0.037 -0.006 -0.021
Si -9.509 1.434 19.269 -0.013 0.007 0.007
Si -23.235 3.94 18.944 -0.033 -0.013 -0.018
Si -9.549 6.901 19.046 0.009 -0.009 -0.028
Si -23.164 9.462 18.93 -0.014 0.007 -0.033
Si -9.522 -3.96 19.273 0.007 0.011 -0.032
Si -6.841 -1.294 19.334 0.009 -0.031 -0.002
Si -20.388 1.364 19.081 -0.007 0.035 -0.025
Si -17.764 4.172 19.102 0.045 -0.025 -0.009
Si -20.447 6.795 19.017 0.005 0.023 -0.012
Si -17.701 9.612 18.943 0.012 0.009 -0.03
Si -20.476 -4.067 18.908 0.021 -0.014 -0.029
Si -17.725 -1.323 19.068 0.011 0.016 -0.006
Si -16.452 0.101 20.459 0.021 0.017 0.058
Si -13.663 2.789 20.343 -0.009 -0.001 0.044
Si -16.451 5.65 20.38 -0.016 0.025 0.076
Si -13.677 -8.059 20.365 -0.019 0.008 0.049
Si -16.38 -5.377 20.403 -0.041 -0.012 0.039
Si -13.658 -2.602 20.462 0.009 0.018 0.045
Si -11.005 0.153 20.613 -0.027 -0.007 0.06
Si -8.039 2.802 20.544 0.03 0.001 0.068
Si -10.855 5.494 20.375 0.003 -0.005 0.039
Si -8.229 8.252 20.434 -0.012 0.011 0.032
Si -10.941 -5.341 20.588 -0.006 0.015 0.037
Si -8.242 -2.575 20.792 -0.047 0.006 0.045
Si -21.75 -0.038 20.398 0.008 -0.016 -0.021
Si -19.119 2.828 20.494 -0.043 -0.035 0.07
Si -21.859 5.322 20.201 0.031 -0.015 0.056
Si -19.088 8.274 20.268 0.009 -0.004 0.073
Si -21.836 10.869 20.239 0.003 -0.002 0.064
Si -19.106 -2.758 20.306 0.011 -0.007 0.029
Si -14.867 -1.042 21.735 -0.161 -0.148 -0.722
Si -12.716 1.265 21.862 0.218 0.147 -0.733
Si -14.754 4.511 21.448 -0.121 -0.086 -0.77
Si -12.486 6.663 21.559 0.134 0.168 -0.731
Si -15.239 -6.929 21.718 0.203 0.102 -0.713
Si -12.136 -3.723 21.844 -0.069 -0.218 -0.729
Si -10 -1.401 22.061 0.339 0.086 -0.67
Si -22.89 1.451 21.771 -0.284 -0.071 -0.636
Si -9.216 4.449 21.696 -0.055 -0.046 -0.704
Si -23.477 6.455 21.362 -0.017 0.061 -0.741
Si -9.35 9.773 21.85 -0.245 -0.104 -0.705
Si -7.065 -4.339 21.866 0.091 0.227 -0.679
Si -20.749 -1.777 21.622 0.321 0.415 -0.641
Si -17.906 1.359 21.857 0.115 0.124 -0.73
Si -20.864 3.859 21.725 0.241 0.07 -0.697
Si -17.563 7.296 21.706 -0.036 -0.27 -0.711
Si -20.212 9.871 21.539 0.008 -0.086 -0.719
Si -17.982 -4.255 21.704 0.175 0.148 -0.671
Si -23.474 -7.194 -4.411 0.014 0.183 -0.03
Si -10.927 -4.071 -4.984 -0.182 -0.033 0.099
Si -23.157 7.15 24.13 0.006 0.113 -0.011
Si -25.281 -7.202 24.269 -0.018 0.019 -0.138
Si -15.015 -2.486 -6.06 0.101 0.041 -0.098
Si -12.535 2.727 24.7 -0.056 -0.01 -0.19
Si -13.247 -7.997 -6.369 0.013 -0.065 -0.037
Si -19.973 4.562 24.601 0.018 -0.083 -0.027
Si -9.951 1.312 -3.823 0.11 0.092 0.072
Si -19.312 -0.547 23.779 0.085 -0.079 0.003
Si -18.048 -4.239 -2.776 -0.069 -0.003 0.089
Si -15.993 5.545 -1.642 -0.108 -0.078 0.047
Si -16.148 6.608 25.852 -0.056 -0.129 0.005
Si -10.639 7.173 -5.657 -0.148 0.011 0.058
Si -11.068 -5.538 -2.155 0.133 0.062 0.112
Si -15.641 1.778 -4.35 -0.016 -0.004 0.05
Si -23.333 3.815 -3.779 0.051 -0.086 0.027
Si -21.659 5.396 -1.913 0.011 0.005 0.126
Si -12.384 -7.91 -3.672 0.114 -0.018 0.042
Si -8.724 -3.413 26.253 0.083 0.061 0.108
Si -9.562 4.802 -7.022 0.017 0.057 -0.08
Si -16.946 -0.166 -6.192 -0.052 0.048 -0.01
Si -17.04 -4.653 -5.537 -0.186 0.024 -0.043
Si -11.264 -7.893 23.868 0.011 0.072 -0.167
Si -28.562 0.047 -4.601 0 -0.029 -0.045
Si -21.073 -7.074 24.422 0.043 0.072 -0.024
Si -28.619 1.746 26.07 0.008 -0.104 -0.026
Si -18.618 6.309 -5.811 -0.019 0.023 0.07
Si -17.415 2.599 24.614 -0.005 0.038 -0.098
Si -13.879 7.675 -1.494 -0.094 0.004 0.048
Si -16.365 -0.094 -1.883 0.012 0.025 0.178
Si -11.242 -0.487 -1.913 -0.031 0.001 0.016
Si -20.074 -6.425 -2.609 -0.102 -0.042 0.096
Si -18.766 7.348 24.6 -0.075 -0.03 -0.181
Si -19.745 0.136 -4.701 0.006 0.051 -0.005
Si -22.568 -4.952 -2.896 -0.096 0.087 0.181
Si -22.03 -0.226 -6.412 -0.021 0.089 -0.024
Si -14.453 5.627 -6.755 0.069 0.024 0.021
Si -15.062 4.284 24.328 -0.015 -0.08 0.01
Si -9.674 3.654 24.565 0.025 -0.026 -0.105
Si -13.459 -5.598 23.938 -0.045 -0.045 -0.089
Si -24.188 -2.117 -7.061 0.047 -0.132 0.024
Si -16.468 4.727 -4.503 0.069 0.01 0.009
Si -12.586 -1.547 -4.434 -0.055 0.033 0.089
Si -22.81 -4.551 -5.645 -0.015 0.009 -0.005
Si -17.931 -7.215 -6.633 -0.114 0.014 -0.048
Si -9.529 -0.687 25.082 -0.101 0.034 -0.115
Si -20.875 7.39 -4.151 -0.088 0.141 0.131
Si -19.806 -5.038 -6.695 -0.047 0.008 0.063
Si -26.3 7.781 -4.726 -0.084 -0.024 0.079
Si -12.625 1.52 -4.891 -0.067 -0.085 0.108
Si -21.182 2.533 -5.623 -0.053 -0.068 -0.01
Si -16.771 -2.32 23.9 -0.132 -0.029 -0.128
Si -18.966 -1.617 -2.404 -0.076 -0.016 0.023
Si -14.931 -1.394 5.614 0.007 0.005 0.013
Si -12.177 1.344 5.595 0.002 -0.006 0.009
Si -14.889 4.058 5.598 -0.003 0.003 0.013
Si -12.187 6.79 5.543 0.002 0.002 0.002
Si -14.898 9.492 5.538 0.02 -0.005 0
Si -12.209 -4.1 5.608 -0.006 0.009 0.009
Si -9.485 -1.359 5.566 0.004 0 0.006
Si -6.827 1.413 5.527 -0.01 -0.003 0.007
Si -9.477 4.082 5.525 0.01 -0.011 -0.006
Si -6.735 6.806 5.518 0.01 0.002 0.008
Si -9.451 -6.836 5.583 0.003 -0.012 0.015
Si -6.773 -4.067 5.502 -0.01 -0.005 0.004
Si -20.359 -1.398 5.501 0.006 -0.006 -0.005
Si -17.659 1.327 5.579 0.002 0.005 0.008
Si -20.392 4.057 5.551 0.009 0.013 0.007
Si -17.631 6.803 5.575 0.005 -0.002 0.005
Si -20.358 9.507 5.529 0 0.006 0.012
Si -17.655 -4.103 5.529 -0.005 0.005 0.004
Si -13.559 -0.008 6.934 -0.003 -0.005 0.003
Si -10.826 2.737 6.919 -0.006 -0.001 -0.009
Si -13.536 5.441 6.927 -0.005 -0.002 -0.012
Si -10.829 8.137 6.922 0.006 -0.004 -0.001
Si -13.569 10.853 6.932 -0.008 0.003 -0.002
Si -10.845 -2.711 6.929 -0.006 0.004 0
Si -8.14 0.028 6.907 -0.009 0.006 -0.004
Si -5.432 2.77 6.852 -0.002 0.008 0
Si -8.113 5.452 6.877 -0.001 0.008 -0.005
Si -5.398 8.196 6.859 0.005 -0.019 0
Si -8.116 -5.417 6.897 -0.006 -0.001 -0.004
Si -21.724 -2.739 6.867 -0.007 -0.001 -0.003
Si -19.024 -0.041 6.895 -0.003 0.002 -0.008
Si -16.285 2.703 6.916 0.008 -0.007 -0.005
Si -19.017 5.43 6.887 -0.014 0.006 0
Si -16.267 8.162 6.915 -0.009 0.004 -0.007
Si -19.008 -5.454 6.891 -0.004 -0.002 -0.006
Si -16.303 -2.759 6.923 0.002 -0.005 0
Si -14.916 1.363 8.275 0 0.006 -0.002
Si -12.18 4.092 8.285 0.003 0.009 0.008
Si -14.911 6.8 8.269 0.006 0.004 -0.004
Si -12.186 9.513 8.274 0.007 0.004 -0.006
Si -14.93 -4.099 8.276 -0.008 -0.013 0.001
Si -12.2 -1.355 8.29 -0.006 -0.003 0.005
Si -9.484 1.38 8.282 -0.007 -0.008 0.007
Si -6.767 4.109 8.252 -0.002 -0.001 0.002
Si -9.466 6.793 8.271 -0.016 -0.01 -0.001
Si -6.757 -6.778 8.244 0.001 -0.003 -0.006
Si -9.472 -4.064 8.268 0.01 0.005 0
Si -23.102 -1.373 8.19 0.022 0.014 0.001
Si -20.386 1.334 8.224 -0.001 -0.007 0.006
Si -17.654 4.075 8.245 -0.002 -0.005 -0.006
Si -20.389 6.795 8.212 0.006 0.009 0
Si -17.64 -6.798 8.252 0.012 0.014 0.003
Si -20.375 -4.095 8.231 0.007 0.004 -0.002
Si -17.654 -1.377 8.258 0.002 -0.006 -0.001
Si -16.289 -0.003 9.605 0.003 -0.001 0
Si -13.558 2.734 9.627 -0.005 0 -0.001
Si -16.29 5.44 9.603 -0.006 -0.001 -0.001
Si -13.554 8.163 9.628 -0.001 -0.001 -0.004
Si -16.291 -5.444 9.624 -0.001 0.007 0
Si -13.57 -2.719 9.624 -0.007 0.002 -0.001
Si -10.845 0.024 9.638 -0.009 0.01 -0.001
Si -8.122 2.751 9.626 0.003 -0.004 -0.002
Si -10.827 5.452 9.644 0.009 -0.007 0.001
Si -8.117 8.184 9.614 -0.005 0.004 -0.004
Si -10.835 -5.425 9.621 -0.012 -0.002 -0.002
Si -24.48 -2.754 9.5 -0.001 -0.003 -0.004
Si -21.754 -0.02 9.56 -0.003 -0.003 0.002
Si -19.024 2.706 9.573 0.002 -0.005 0
Si -21.758 5.423 9.541 0.009 -0.001 -0.003
Si -19.025 8.153 9.572 -0.004 -0.003 -0.003
Si -21.76 -5.47 9.54 -0.007 0.002 -0.006
Si -19.021 -2.734 9.594 0 -0.003 0.002
Si -14.926 -1.344 10.97 -0.003 -0.003 0.002
Si -12.201 1.386 10.996 -0.003 -0.003 0.003
Si -14.927 4.096 10.971 0.008 0.001 0.002
Si -12.193 6.819 10.992 -0.003 -0.002 -0.001
Si -14.921 9.528 10.973 -0.002 0.003 -0.001
Si -12.197 -4.063 10.977 0.003 -0.004 -0.002
Si -9.478 -1.33 10.987 0.002 0 0.001
Si -6.769 1.386 10.977 -0.001 0.005 0.001
Si -9.474 4.103 11.007 -0.01 0.003 0.007
Si -6.764 6.833 10.984 0.002 -0.003 0.002
Si -9.474 9.546 10.982 0.005 -0.002 -0.004
Si -23.125 -4.104 10.874 0.012 0.003 0.001
Si -20.391 -1.366 10.922 0.001 0.001 0.004
Si -17.656 1.366 10.94 -0.003 0 0.001
Si -20.396 4.072 10.904 -0.002 0.001 0.004
Si -17.665 6.803 10.938 0.001 0.011 0.005
Si -20.394 9.511 10.913 0.007 0.002 0.003
Si -17.653 -4.072 10.956 0.007 -0.007 0.003
Si -13.571 0.024 12.336 -0.003 0.006 -0.004
Si -10.845 2.749 12.362 0 -0.003 0.001
Si -13.567 5.46 12.334 -0.004 0.005 -0.004
Si -10.837 8.194 12.345 -0.007 0.004 -0.001
Si -13.565 10.905 12.325 -0.007 -0.004 0
Si -10.847 -2.686 12.337 -0.007 0 -0.003
Si -8.128 0.036 12.353 -0.004 0 -0.001
Si -5.413 2.754 12.329 -0.003 -0.003 -0.007
Si -8.122 5.479 12.36 0 -0.007 0.003
Si -5.415 8.207 12.342 0 0.009 0.003
Si -8.133 -5.394 12.344 -0.007 0.001 -0.001
Si -21.764 -2.744 12.236 -0.004 -0.003 0
Si -19.034 0.009 12.272 0.002 -0.007 0.001
Si -16.3 2.729 12.306 -0.003 -0.001 -0.002
Si -19.039 5.432 12.268 -0.007 -0.008 -0.006
Si -16.305 8.169 12.297 0.004 -0.004 -0.004
Si -19.029 -5.443 12.271 -0.001 0.019 -0.002
Si -16.301 -2.694 12.311 0.002 0.001 0.001
Si -14.937 1.39 13.681 0.007 -0.013 0.008
Si -12.21 4.118 13.711 -0.009 0.007 0.002
Si -14.944 6.828 13.664 -0.001 0.001 0.001
Si -12.199 9.566 13.691 0.003 -0.002 0.006
Si -14.927 -4.038 13.662 0.003 0.002 0.004
Si -12.205 -1.325 13.698 0.008 -0.003 0.001
Si -9.487 1.39 13.724 -0.001 0 0.008
Si -6.762 4.105 13.708 0.012 -0.009 -0.002
Si -9.486 6.846 13.72 0 0.003 0.006
Si -6.778 -6.747 13.709 0.003 0.004 0.001
Si -9.488 -4.024 13.711 -0.002 -0.003 -0.001
Si -6.774 -1.314 13.726 -0.005 -0.006 0.002
Si -20.413 1.367 13.601 -0.011 0.012 0.002
Si -17.679 4.09 13.639 0.005 0.004 0.011
Si -20.423 6.781 13.603 0.003 0.008 0.009
Si -17.669 9.535 13.638 0 -0.002 0.007
Si -20.39 -4.076 13.604 0.008 -0.012 0.005
Si -17.674 -1.324 13.646 -0.001 0.009 0.008
Si -16.322 0.04 15.019 -0.009 0.008 -0.001
Si -13.585 2.755 15.054 -0.002 0.002 0.002
Si -16.319 5.46 14.994 0.001 0.003 0.001
Si -13.585 8.205 15.013 -0.009 0 0.002
Si -16.312 -5.39 14.983 0.007 -0.006 -0.005
Si -13.581 -2.675 15.044 -0.008 -0.003 -0.003
Si -10.856 0.03 15.08 -0.006 -0.011 0.001
Si -8.118 2.748 15.082 -0.003 0.011 0.001
Si -10.852 5.485 15.076 -0.008 -0.011 0.004
Si -8.142 -8.091 15.081 -0.003 0.006 0.004
Si -10.864 -5.369 15.064 -0.003 0.002 0.003
Si -8.143 -2.658 15.093 -0.005 0.003 0.002
Si -21.78 -0.016 14.917 0.003 -0.007 -0.008
Si -19.067 2.732 14.971 -0.004 -0.009 0.004
Si -21.793 5.413 14.952 -0.005 -0.009 0
Si -19.058 8.152 14.94 -0.002 -0.004 -0.004
Si -21.765 10.868 14.914 0.005 0.012 -0.007
Si -19.053 -2.687 14.971 -0.003 0.004 -0.005
O 2.847 0.059 22.199 0.103 -0.104 0.545
O -6.514 -6.321 24.38 -0.184 -0.185 -0.061
O 6.462 3.687 23.287 -0.03 0.257 0.475
O -5.55 0.046 -0.459 -0.23 0.15 -0.511
O 3.71 -5.796 -2.666 -0.116 0.145 -0.255
O 0.737 5.655 25.729 -0.098 0.376 0.03
O -3.488 5.215 -5.861 0.217 0.227 0.003
O -7.448 -4.056 25.539 0.062 0.139 0.232
O -8.327 3.889 -6.526 -0.198 -0.541 0.248
O -4.631 4.513 -1.414 0.313 0.176 -0.169
O 1.553 -6.782 -1.599 -0.166 -0.616 -0.03
O 1.486 5.44 -6.329 -0.03 -0.006 0.412
O -4.704 7.462 -5.74 0.342 0.053 0.229
O -4.554 -6.274 -1.448 0.081 -0.08 -0.451
O -6.933 1.199 23.419 -0.407 -0.408 0.256
O -4.325 -1.229 25.918 -0.401 0.083 -0.132
O -2.772 -5.472 22.288 -0.121 -0.096 0.526
O -8.17 0.11 25.433 0.2 -0.192 0.275
O 1.452 -5.505 -4.042 0.37 0.173 0.305
O 4.82 -4.077 -1.091 0.346 0.319 -0.284
O 6.016 -6.393 -1.357 -0.025 -0.248 -0.395
O 0.746 3.252 -4.594 0.613 0.256 0.505
O -1.778 6.529 22.904 0.027 0.056 0.034
O -2.878 2.774 -0.457 0.386 0.175 -0.533
O 0.513 -3.974 -6.166 0.049 0.304 0.189
O -6.651 7.59 23.152 0.119 0.185 0.257
O -9.097 3.707 -1.23 -0.302 0.305 -0.104
O -6.503 -4.563 -1.049 -0.107 -0.261 -0.141
O 3.57 7.108 -1.574 -0.252 0.26 -0.11
O -4.006 -1.622 23.376 -0.302 -0.284 0.145
O 6.75 1.857 -1.497 -0.157 -0.233 0.565
O 5.389 -2.822 22.171 0.084 0.016 0.328
O 2.715 -2.608 -0.423 -0.054 -0.051 -0.41
O 7.473 -1.041 25.599 0.357 0.304 -0.113
O 7.998 -5.921 22.51 0.379 -0.141 -0.408
O 0.083 -8.11 22.229 -0.1 -0.322 0.225
O -0.963 -3.901 23.259 0.059 0.26 -0.091
O -3.857 -1.791 -1.263 0.346 -0.217 -0.093
O -1.623 0.635 -1.25 0.278 -0.428 0.023
O -0.35 -6.391 -5.811 -0.545 -0.113 0.279
O 6.072 -7.463 23.082 -0.257 0.388 -0.077
O 2.685 1.373 26.169 0.055 -0.492 -0.459
O -5.393 -6.238 -5.691 0.322 0.137 0.011
O 1.706 -6.265 23.168 0.145 -0.005 0.138
O -2.657 0.072 22.021 -0.107 0.066 0.192
O 5.399 2.629 -3.65 -0.503 0.159 -0.099
O -4.56 -3.905 -2.688 0.168 0.126 -0.578
O 6.801 -0.908 23.125 0.273 0.155 0.358
O 6.18 -1.795 -6.249 0.098 -0.161 -0.232
O 4.261 1.219 -1.623 -0.175 -0.197 -0.264
O -8.428 -1.692 -5.716 0.203 -0.13 0.689
O 7.889 -2.626 -0.096 -0.319 -0.303 -0.006
O 4.673 2.789 25.067 -0.271 0.324 0.038
O -9.382 5.169 25.046 -0.298 0.53 -0.436
O 1.087 -0.709 -1.31 0.128 0.398 -0.033
O -5.25 0.577 -5.203 -0.326 0.23 0.214
O 11.785 -7.787 -6.605 0.125 -0.141 0.101
O 5.429 5.545 -0.535 0.08 -0.019 -0.494
O 12.248 -0.64 23.201 0.458 0.233 0.378
O 4.282 -7.82 25.022 -0.299 0.243 -0.198
O -1.81 2.137 25.819 0.051 0.241 -0.01
O -7.959 -6.267 -5.407 -0.313 0.246 0.207
O 5.376 6.929 -6.178 0.155 0.546 0.284
O -5.367 7.9 25.407 0.305 0.213 0.017
O -0.99 -5.094 25.652 0.205 -0.445 0.094
O 4.818 1.752 22.725 0.236 0.176 -0.003
O -6.915 4.094 -2.693 -0.059 -0.092 -0.773
O -3.043 -0.709 -5.786 0.13 -0.463 0.101
O -6.455 6.405 -1.473 0.143 0.271 -0.423
O 3.955 -4.931 22.983 0.428 -0.051 -0.067
O 2.549 2.806 -0.522 0.023 -0.078 -0.475
O -6.344 -5.669 -3.365 -0.435 -0.009 0.158
O 5.216 -5.4 26.254 0.462 -0.634 -0.085
O -3.507 4.563 23.21 -0.256 -0.199 0.605
O 7.057 0.612 -6.601 -0.409 -0.014 -0.131
O -7.098 6.015 26.027 -0.028 -0.49 -0.223
O 17.181 -1.025 -4.805 -0.232 0.069 -0.174
O 7.978 -8.011 -0.534 0.276 0.017 -0.668
O -10.716 -4.719 -3.507 0.241 -0.019 -0.06
O 24.892 7.922 25.353 -0.074 -0.378 0.137
O 32.379 -3.216 24.579 0.272 -0.527 -0.113
O -32.43 -7.71 -4.035 -0.458 0.018 0.38
O 11.971 -6.575 -1.604 -0.004 0.594 -0.125
O -22.278 8.051 -4.573 0.196 -0.116 -0.32
O -8.434 2.695 24.95 0.13 0.14 0.008
O 15.323 -1.333 25.053 -0.245 -0.341 -0.389
O 4.041 4.708 -6.185 0.218 -0.6 0.238
O -0.477 -0.158 -3.415 0.022 0.061 -0.692
O 14.161 3.176 -6.667 -0.262 0.24 0.625
O -2.941 6.281 25.136 -0.455 0.601 -0.343
O -16.165 -1.446 -5.632 -0.172 -0.107 0.641
O 2.539 -1.678 25.351 -0.258 0.349 0.405
O 1.867 -3.638 23.635 -0.182 0.122 -0.604
O 13.291 -3.438 -6.452 0.262 -0.337 -0.104
O -7.256 1.833 -1.35 0.147 -0.199 -0.333
O 16.995 -1.352 23.024 0.105 -0.57 0.331
O -31.493 7.741 24.182 -0.137 0.475 -0.126
O -21.952 -2.821 21.833 -0.102 0.241 0.233
O 0.596 4.443 -1.255 -0.276 -0.095 -0.089
O -0.285 7.355 -6.227 -0.333 -0.063 0.478
O -22.137 1.4 -6.308 -0.445 0.199 -0.253
O 0.938 -1.331 23.211 -0.673 0.061 0.337
O -0.015 -5.325 -0.261 -0.089 -0.01 -0.344
O -0.813 4.945 -3.432 -0.646 0.368 -0.49
O 10.891 -2.442 -6.275 0.044 0.046 -0.064
O 31.249 0.389 22.879 0.236 -0.264 0.089
O 31.669 -3.461 -5.501 0.083 0.192 0.083
O -13.64 2.549 -0.28 0.119 -0.311 -0.411
O 24.808 -3.17 -0.353 -0.082 -0.274 -0.653
O 3.895 -0.924 -5.46 0.195 0.367 -0.267
O -11.447 1.95 -3.857 -0.254 0.407 0.522
O -15.595 4.103 -1.042 -0.565 -0.283 -0.084
O 28.106 -4.989 24.274 0.796 0.046 -0.132
O 11.722 -3.535 25.805 0.18 0.086 -0.534
O 2.383 1.175 -4.96 0.134 0.094 0.471
O -25.249 -1.208 23.154 0.181 -0.143 0.309
O 18.716 0.594 -3.395 -0.113 -0.009 0.35
O -2.443 -2.512 -3.39 0.041 0.455 -0.266
O 19.026 -0.048 22.065 -0.092 -0.134 0.162
O -8.785 2.37 -3.458 -0.032 0.193 -0.414
O 24.472 5.447 22.065 -0.108 0.04 0.163
O 10.896 0.144 -0.56 0.259 0.105 -0.385
O 21.139 -7.294 26.092 0.313 -0.101 -0.485
O 20.186 6.303 22.787 0.104 0.247 0.136
O 15.647 -4.121 22.828 0.034 0.702 0.37
O -25.341 4.142 -6.602 0.484 0.087 -0.266
O 15.085 6.385 23.024 -0.425 -0.179 0.241
O 5.419 -2.178 -3.678 -0.282 -0.414 0.186
O 12.674 4.498 -1.558 -0.147 0.499 -0.265
O 18.344 -7.202 -1.165 0.106 -0.426 -0.059
O 16.707 4.436 -0.917 -0.437 -0.18 -0.156
O 11.349 7.561 -3.036 0.517 -0.307 -0.102
O 13.661 8.202 -0.345 -0.119 0.119 -0.568
O 11.047 2.678 22.323 0.213 -0.107 0.052
O 7.089 -4.39 -5.794 -0.104 0.438 0.094
O 13.583 -5.526 22.094 -0.107 0.197 0.643
O 9.905 0.562 23.316 -0.546 -0.197 0.595
O 17.105 -1.46 -1.109 -0.058 0.773 -0.397
O 21.017 -4.246 -1.158 -0.134 0.316 -0.086
O 22.907 -6.104 -1.219 0.17 0.164 -0.249
O 17.516 6.041 -2.791 -0.107 0.191 -0.557
O -29.868 -7.967 -3.579 -0.002 -0.177 -0.315
O 13.786 -6.173 -6.242 0.144 0.217 -0.186
O 13.674 2.681 -0.127 -0.045 0.034 0.104
O 29.766 2.765 -0.558 -0.008 0.242 -0.342
O 9.583 7.562 22.891 -0.353 0.44 0.023
O 7.671 4.175 -0.994 0.484 0.513 -0.287
O -32.639 -0.612 25.247 0.053 0.544 -0.37
O 19.53 6.461 -1.091 -0.013 0.056 -0.14
O -3.071 0.581 -3.532 -0.403 0.365 -0.027
O -6.249 -3.973 23.244 0.392 0.254 0.085
O 23.422 3.447 -1.173 0.307 0.23 -0.495
O 21.762 -2.745 22.233 -0.209 -0.144 0.132
O 15.521 -3.034 -5.218 -0.04 -0.63 -0.229
O 19.129 -2.758 -0.193 -0.129 0.278 -0.293
O 1.187 4.102 23.434 0.444 -0.305 0.181
O 25.549 1.215 23.163 0.044 -0.65 0.002
O 19.497 5.258 24.982 0.473 -0.26 0.066
O 20.13 -4.467 23.263 0.164 0.147 0.061
O 29.421 -4.79 -4.668 -0.016 -0.429 0.46
O 12.653 -1.546 -1.566 -0.123 -0.414 -0.277
O 15.35 1.096 -1.278 0.609 -0.255 -0.289
O -29.926 2.078 25.168 -0.291 -0.515 -0.07
O 21.872 8.094 22.105 -0.101 0.031 0.556
O 16.292 4.78 24.757 -0.085 -0.36 -0.385
O 9.3 -7.062 -5.772 0.548 0.034 -0.117
O 17.594 -5.994 22.586 0.765 -0.136 0.305
O -31.387 -1.692 23.158 0.157 -0.472 0.048
O 0.112 -2.704 25.324 0.056 0.355 0.435
O 23.729 2.252 -3.489 0.384 0.38 -0.2
O -26.291 3.755 23.175 -0.086 0.161 0.318
O -29.377 -7.73 -6.531 0.021 -0.173 0.072
O -23.712 -3.603 -6.598 -0.232 -0.252 -0.287
O 21.774 -0.113 24.67 -0.484 -0.253 -0.09
O 20.318 1.62 -1.554 0.214 0.315 -0.381
O 2.57 -7.873 -3.697 0.082 0.057 -0.873
O 31.594 6.528 23.141 -0.322 -0.429 0.236
O -28.63 -4.957 22.735 0.306 -0.132 0.204
O 21.781 2.47 25.112 0.121 0.228 0.46
O -27.879 -0.698 -3.325 -0.004 -0.48 -0.055
O 19.967 7.492 -6.719 -0.089 0.308 -0.186
O -26.432 -1.292 -1.207 -0.022 -0.135 -0.37
O 16.474 2.633 22.143 0.029 0.312 0.099
O 16.268 -8.063 21.779 -0.185 0.015 -0.108
O 15.122 -1.444 -2.691 0.115 0.423 -0.56
O 21.091 5.267 -5.72 0.555 -0.319 0.269
O 21.711 5.324 -0.349 0.19 0.086 -0.777
O 27.381 -2.656 21.939 0.085 -0.029 0.261
O 17.702 -4.308 24.415 -0.138 0.666 0.278
O 26.055 -4.649 25.89 -0.701 0.18 -0.133
O 22.536 4.117 23.156 -0.313 -0.104 0.06
O 20.938 -0.652 -2.506 -0.268 -0.499 -0.068
O -26.887 -7.488 -5.763 0.308 0.099 -0.257
O 9.834 -6.659 -3.184 -0.444 0.673 0.376
O 19.295 3.318 -5.274 0.126 -0.475 0.358
O 20.362 -4.55 -5.16 -0.028 -0.031 0.531
O -17.132 1.921 23.179 0.422 -0.162 -0.169
O 12.753 4.611 -4.132 0.411 0.464 -0.35
O 10.439 8.195 25.265 0.164 -0.36 0.426
O -16.177 -2.793 25.306 0.278 0.151 -0.163
O -10.679 -0.095 26.073 0.025 0.402 -0.355
O 16.088 -6.237 -5.056 -0.258 0.522 0.478
O 12.177 -6.541 -4.28 0.348 0.33 0.055
O 20.73 1.655 22.951 0.312 0.165 0.081
O 7.908 3.286 -3.41 0.446 0.19 -0.324
O -11.862 7.518 -6.669 0.087 -0.174 -0.497
O -10.144 5.647 -5.767 -0.165 -0.471 0.321
O 9.589 6.477 -1.413 0.023 -0.603 -0.006
O 24.577 -7.226 -6.244 0.341 -0.259 0.077
O -26.906 -4.949 -3.527 0.54 0.104 -0.322
O 18.769 2.932 -0.201 -0.16 0.012 -0.222
O 22.29 -4.701 -3.404 0.413 0.398 0.068
O 12.916 4.382 23.196 0.327 -0.164 0.16
O 23.107 -1.798 -1.538 0.129 -0.413 -0.391
O -13.917 -2.372 -4.861 -0.369 -0.45 0.367
O 19.415 7.782 -3.229 0.232 -0.008 -0.752
O -25.853 -6.209 -1.375 0.372 0.085 -0.407
O 7.028 3.058 -5.821 -0.17 0.351 -0.298
O 10.92 4.669 -5.981 0.073 0.173 0.021
O -22.981 -3.972 -4.123 -0.19 0.592 0.145
O 24.392 8.188 -0.459 0.141 0.086 -0.462
O 1.408 6.293 -2.868 -0.084 -0.166 -0.439
O 13.676 6.038 25.338 -0.067 -0.249 0.058
O -5.099 5.748 -3.716 -0.09 0.22 -0.139
O 18.509 4.221 22.778 0.518 -0.176 0.201
O 9.036 -3.102 26.175 -0.143 -0.313 -0.334
O -32.359 0.37 -6.1 -0.319 0.271 0.058
O 7.375 -8.042 -7.142 0.023 -0.152 0.272
O -30.839 -2.401 25.753 0.171 0.417 0.387
O 16.839 3.583 -6.302 -0.123 0.292 0.397
O -8.289 -2.782 -0.321 0.048 0.046 -0.366
O 11.853 6.653 23.635 -0.143 -0.072 -0.667
O 8.801 -6.092 25.078 -0.101 -0.166 0.211
O 9.684 -3.588 -1.559 0.606 -0.161 -0.336
O -22.684 7.136 22.597 0.55 0.19 -0.043
O 15.759 -6.206 24.457 -0.243 -0.234 -0.093
O -28.846 7.111 -1.435 -0.336 -0.155 -0.139
O 9.328 2.088 -1.434 0.393 0.085 -0.353
O 14.25 2.807 -2.976 0.381 -0.052 -0.401
O -9.813 -4.629 26.263 -0.55 0.141 -0.582
O -9.815 -6.17 -1.323 -0.083 0.278 -0.132
O 15.766 6.882 -1.056 0.097 0.53 -0.063
O -26.581 -7.185 25.207 -0.663 -0.3 -0.217
O 18.28 -6.183 -3.583 -0.088 0.328 0.245
O -1.834 3.34 -5.358 -0.315 -0.416 0.13
O 16.457 -5.539 -0.315 0.041 -0.146 -0.179
O 28.79 -7.354 25.52 0.045 0.099 0.325
O -22.399 6.534 -1.065 -0.041 0.318 -0.084
O 15.123 0.538 23.067 -0.317 -0.03 -0.01
O 10.256 5.138 -3.516 -0.421 -0.274 -0.003
O -12.339 -1.225 -2.857 -0.422 -0.205 0.246
O -18.903 2.737 -0.251 0.122 -0.063 -0.582
O -30.169 6.027 -5.975 0.266 0.106 0.098
O 0.763 3.133 25.814 -0.086 0.174 0.373
O 28.977 -1.793 -1.317 -0.426 -0.275 -0.29
O -32.573 2.536 22.177 -0.056 0.157 0.441
O 19.564 1.052 25.282 -0.151 -0.422 0.374
O -29.296 -7.093 24.161 0.76 -0.056 0.42
O -27.447 -3.212 -5.582 0.184 -0.123 -0.127
O 11.509 4.64 25.373 -0.624 -0.001 -0.09
O -19.972 -7.806 -3.418 0.55 -0.205 -0.277
O -29.839 0.054 22.127 -0.205 -0.215 0.372
O 28.654 -7.292 22.943 -0.076 -0.348 0.195
O -24.565 5.417 22.031 -0.083 0.03 0.37
O 27.203 -0.033 -0.545 0.343 -0.061 -0.639
O -32.363 1.717 -3.91 0.449 0.473 -0.22
O -29.235 6.81 23.099 0.048 -0.513 0.126
O 31.29 -8.092 25.092 0.266 0.496 0.15
O -20.282 -1.672 23.181 -0.27 -0.388 0.353
O 30.145 -4.11 25.691 -0.042 -0.357 -0.202
O 19.912 5.131 -3.361 0.664 -0.234 0.309
O 27.887 4.429 -1.457 -0.339 -0.279 -0.446
O -31.305 -7.182 -1.618 0.314 -0.277 -0.022
O -31.127 4.298 -1.489 0.387 -0.035 -0.271
O 28.847 -0.589 22.623 -0.06 0.451 -0.103
O 30.664 8.034 -1.272 0.26 0.442 -0.09
O 27.305 2.802 22.198 -0.13 -0.009 0.416
O 26.451 -6.809 24.208 -0.132 0.309 -0.064
O 29.979 -5.605 21.537 0.261 -0.201 0.168
O -27.694 -4.328 -1.095 0.331 0.206 -0.503
O -22.121 3.529 -4.787 0.303 0.15 0.093
O -29.67 -2.72 -0.369 -0.191 -0.251 -0.428
O 26.853 5.645 -3.645 -0.415 0.096 -0.098
O -31.452 5.102 -3.906 0.285 0.345 -0.248
O 30.93 3.682 -5.957 -0.044 0.455 -0.048
O -20.35 3.434 -6.659 0.176 -0.143 0.15
O -6.153 1.682 25.947 0.375 0.224 -0.125
O 30.518 -3.939 -1.178 -0.345 -0.451 -0.381
O 25.942 7.319 22.975 0.167 0.029 0.136
O 26.889 -5.165 -0.39 -0.03 -0.234 -0.252
O -20.494 4.678 23.075 -0.14 0.694 -0.111
O 15.192 7.88 -6.351 -0.542 -0.479 0.485
O -18.629 -5.735 -2.592 0.49 -0.326 -0.116
O -24.21 2.489 -3.51 -0.31 -0.334 -0.597
O -27.16 -2.829 22.219 0.065 -0.064 0.406
O 6.478 7.065 25.061 0.432 -0.055 -0.234
O -11.864 -4.552 -1.159 -0.006 0.135 -0.29
O -30.539 3.879 23.157 0.155 0.556 0.039
O 25.411 1.736 -1.409 0.352 -0.047 -0.2
O -31.682 -3.138 -2.744 -0.021 -0.438 0.401
O 30.53 -3.727 23.02 -0.095 0.038 0.189
O -19.612 -7.612 24.888 0.364 0.347 0.465
O 31.491 1.341 -1.749 0.115 -0.449 -0.318
O 4.943 -0.571 25.121 -0.463 0.139 -0.15
O -27.268 8.143 21.977 0.105 0.047 0.223
O -32.428 -0.874 -3.792 -0.313 -0.22 -0.516
O 13.163 -2.115 -4.162 -0.546 -0.191 -0.044
O -24.712 7.607 24.186 -0.638 -0.656 -0.094
O -29.811 -4.615 24.937 -0.23 0.163 -0.128
O -23.291 0.61 23.128 0.234 0.076 0.471
O -27.326 2.496 -6.635 -0.042 -0.53 -0.155
O 10.556 -1.352 25.139 -0.309 0.041 -0.266
O 17.039 0.618 24.836 0.067 0.382 -0.077
O 18.41 -5.778 -6.237 0.124 -0.219 -0.536
O -25.756 -1.823 -6.896 -0.085 0.449 -0.117
O -28.171 0.702 -1.143 -0.104 0.027 -0.195
O 25.058 -0.004 -6.727 0.377 0.278 0.461
O -24.486 -2.776 -0.357 -0.17 0.115 -0.438
O 26.491 2.003 25.536 0.087 -0.369 0.099
O -9.797 -0.581 23.478 0.069 0.344 0.058
O 22.573 4.777 25.808 0.293 0.513 -0.228
O -23.341 -4.507 23.172 -0.101 -0.142 0.118
O -31.219 -0.918 -1.374 -0.044 0.634 -0.301
O -17.725 7.635 -6.012 0.551 -0.086 0.295
O -16.449 3.158 -4.117 -0.276 -0.012 0.263
O -11.123 7.505 -4.144 0.28 -0.173 0.467
O -26.857 3.95 -4.493 -0.214 0.263 0.661
O -27.099 5.318 -0.544 0.292 -0.039 -0.672
O -22.145 8.139 24.893 0.025 -0.05 0.601
O 25.12 -4.673 -6.31 0.361 0.388 0.241
O 30.973 7.582 -5.59 0.004 -0.587 -0.196
O 29.53 -7.726 -3.672 0.059 0.18 0.161
O 8.848 7.382 -3.861 -0.618 -0.317 0.033
O 32.485 5.953 25.536 0.127 0.167 0.431
O 5.967 -1.206 -1.173 -0.609 0.138 -0.033
O -15.607 4.963 -5.85 -0.102 0.032 -0.468
O -25.912 0.935 -2.405 -0.129 -0.011 -0.727
O 32.62 -7.879 21.857 -0.32 0.131 0.004
O 29.129 -6.933 -6.139 0.399 0.026 -0.642
O -4.953 -4.536 25.56 0.387 0.155 -0.1
O -18.423 -0.133 -5.572 0.035 -0.211 -0.29
O 30.605 4.125 25.369 0.134 -0.367 0.419
O 15.982 7.25 25.389 0.557 0.274 0.212
O 14.977 5.223 -2.827 0.034 0.259 -0.37
O -28.081 1.879 22.825 0 0.239 0.196
O 22.967 0.798 -1.46 -0.308 0.065 0.311
O 6.065 5.019 -4.481 0.067 0.319 0.236
O -6.9 -3.921 -5.335 0.257 0.316 0.184
O 26.017 6.31 -1.29 -0.266 -0.188 -0.354
O -21.247 -4.579 -6.115 0.077 0.333 0.012
O 24.295 -2.426 -7.218 -0.268 0.178 0.115
O -29.78 2.545 -0.312 0.017 -0.173 -0.09
O 4.332 -3.55 -5.541 -0.179 -0.226 0.543
O -8.171 -8.104 -0.532 0.091 -0.006 -0.566
O 27.969 4.214 25.498 -0.163 0.41 -0.199
O -9.905 -7.292 23.205 0.325 -0.072 0.4
O -11.97 0.687 -1.081 -0.182 -0.029 -0.367
O -27.26 7.689 -3.428 0.213 -0.393 0.049
O 30.214 2.236 -3.954 -0.357 -0.479 0.291
O 19.173 -6.515 24.672 0.154 -0.408 -0.679
O 31.644 -1.654 -1.585 0.119 0.636 0.361
O -20.692 -6.651 -1.133 -0.648 -0.05 0.005
O -24.321 8.172 -0.408 -0.076 -0.078 -0.256
O 29.489 0.895 24.665 -0.17 0.589 -0.315
O -25.671 1.273 23.686 -0.126 0.214 0.075
O -25.495 3.36 -1.335 -0.207 0.131 -0.091
O 31.862 3.797 -2.72 -0.156 0.358 0.149
O 22.657 -4.067 -6.038 -0.307 0.299 -0.169
O -18.683 3.599 24.512 -0.091 0.128 0.056
O -13.492 4.037 24.599 0.252 0.494 0.166
O 28.426 6.91 -5.399 -0.189 0.173 -0.593
O -13.577 7.515 -3.054 -0.271 -0.4 -0.712
O -21.042 -5.332 -3.276 0.351 0.223 -0.313
O -20.122 1.715 -4.704 0.513 0.251 0.524
O 29.312 -2.348 -5.783 -0.246 0.492 0.046
O -31.06 -3.369 -5.322 0.518 0.301 -0.18
O 9.37 1.791 -6.224 0.158 -0.075 -0.487
O -28.514 0.148 26.325 0.291 -0.19 -0.296
O -19.546 6.032 25.124 -0.285 -0.13 0.183
O -21.618 -5.612 24.927 0.284 0.421 0.286
O -24.83 -8.037 -4.346 0.07 -0.265 0.217
O 16.13 1.151 -3.765 -0.062 0.117 -0.025
O 17.843 1.246 -5.78 0.255 -0.114 -0.424
O 10.83 -0.015 -4.979 0.191 -0.068 0.385
O -28.048 -0.7 -5.955 0 0.102 -0.418
O 26.912 -1.922 -6.702 0.104 0.091 0.265
O 32.527 -5.447 -0.425 -0.152 -0.029 -0.326
O 28.704 2.124 -6.141 -0.291 -0.241 0.089
O 10.225 -2.237 -3.76 0.318 0.11 0.432
O 14.223 -1.021 -6.285 -0.126 0.442 0.455
O 23.014 1.439 -5.925 -0.203 0.423 -0.128
O -14.449 -7.199 -1.089 0.079 0.171 -0.655
O 28.672 4.344 -4.855 -0.113 -0.233 0.279
O 6.16 0.183 -3.336 0.114 -0.065 -0.885
O 30.256 -1.637 24.515 -0.2 0.125 0.703
O 2.186 2.989 -6.828 -0.068 -0.211 -0.282
O -1.772 -4.005 -1.472 -0.759 0.038 -0.319
O -18.52 -4.197 -6.106 -0.142 0.581 0.212
O -14.389 7.198 -6.356 -0.39 0.483 0.346
O -28.316 -6.669 -2.007 -0.449 0.188 0.269
O -15.921 0.672 -3.216 -0.03 -0.076 -0.087
O 27.962 -4.383 -6.663 -0.312 -0.168 -0.117
O -13.784 0.078 22.234 -0.094 -0.046 0.204
O -24.09 -6.35 24.904 -0.057 -0.035 0.653
O -8.166 5.589 22.259 -0.037 -0.178 0.315
O -21.686 -0.049 -0.351 -0.162 0.183 -0.595
O -17.376 7.524 25.377 0.208 0.428 0.223
O -13.604 5.552 21.98 -0.087 -0.052 0.351
O 17.706 6.594 23.511 0.116 0.452 -0.058
O -4.43 -7.337 23.141 0.015 -0.32 0.427
O -12.28 -6.673 24.079 0.024 0.213 0.252
O -31.103 -5.855 22.846 -0.454 0.4 0.334
O -20.511 4.647 -1.079 0.096 0.076 -0.455
O -16.149 1.177 -5.764 0.321 0.335 -0.706
O 32.34 6.118 -1.708 0.258 0.259 -0.16
O -2.487 -2.912 25.148 -0.328 -0.272 0.202
O -18.992 7.979 -0.224 0.11 -0.086 -0.204
O -21.864 2.652 22.213 0.006 0.217 0.438
O -19.111 0.46 22.519 -0.445 0.052 -0.349
O -19.102 -5.38 22.129 0.067 -0.16 0.374
O -20.971 -0.72 -5.311 -0.229 -0.323 0.073
O -16.885 -6.225 -5.896 0.639 -0.351 0.306
O 10.949 2.649 -4.325 -0.015 -0.293 0.785
O 5.944 -4.704 -3.371 -0.148 0.262 -0.155
O -15.878 5.537 -3.236 0.411 0.184 -0.317
O 2.72 -5.308 25.401 -0.613 0.061 0.084
O -18.442 7.005 23.045 -0.026 -0.499 0.09
O 13.98 -7.634 25.945 -0.172 0.284 0.172
O -17.545 -3.79 -1.309 -0.083 0.211 -0.158
O -15.549 -1.693 23.057 0.341 -0.241 0.251
O 29.106 4.548 23.174 0.204 0.041 -0.244
O -22.724 -4.325 -1.431 0.166 -0.226 0.009
O -12.468 7.412 -0.791 0.237 0.259 -0.191
O -1.196 2.371 -3.063 0.061 0.165 0.204
O -31.734 3.786 -6.204 0.119 -0.387 -0.017
O 3.815 6.242 -4.072 -0.021 0.084 -0.149
O -11.048 -2.621 22.382 -0.061 0.063 0.589
O -19.075 -3.038 -3.182 -0.482 0.033 -0.344
O -13.52 -2.716 -0.278 -0.257 -0.213 -0.429
O -11.369 -2.513 -4.882 0.271 0.261 -0.069
O -9.361 -2.254 25.362 -0.266 -0.204 -0.028
O 0.117 -2.659 -2.725 0.458 -0.281 0.138
O -16.365 -8.019 22.189 0.219 -0.135 0.59
O 1.422 -0.832 -6.364 -0.15 -0.67 -0.036
O -19.769 -1.775 -1.019 -0.255 -0.584 -0.205
O -17.072 1 -0.947 0.3 0.429 -0.082
O -5.975 2.539 -6.599 0.267 0.125 -0.027
O -11.876 7.3 22.909 -0.068 -0.1 0.269
O 18.526 5.739 -5.463 -0.476 -0.2 0.047
O -24.333 -0.172 25.492 0.008 -0.295 0.046
O -14.663 -6.252 23.08 -0.396 0.022 0.171
O -11.047 7.686 25.27 0.082 -0.506 -0.03
O -23.379 -6.356 -3.017 -0.096 -0.253 0.653
O -28.071 1.57 -4.412 0.315 -0.005 0.563
O -29.679 4.617 25.551 0.464 -0.145 0.109
O 22.557 7.35 -6.354 0.376 -0.332 0.206
O -16.948 -4.35 -3.946 0.686 0.277 0.241
O 28.513 -6.821 -1.485 -0.393 0.436 -0.559
O 27.284 -2.551 25.097 0.202 0.339 -0.374
O -17.775 1.491 25.726 0.225 -0.402 -0.126
O -17.405 -3.563 23.069 -0.199 0.068 0.133
O 4.69 -3.129 25.13 -0.378 -0.205 -0.647
O -11.055 3.12 25.206 0.228 -0.038 0.437
O 29.321 6.421 25.092 -0.285 0.037 0.063
O -8.245 -5.415 22.288 -0.148 0.24 0.663
O -15.107 -0.781 -1.139 0.516 -0.063 -0.155
O -16.066 3.316 25.157 0.08 -0.135 0.579
O -2.76 -8.047 -0.583 -0.177 0.146 -0.237
O 23.632 -1.236 23.276 0.511 -0.073 0.044
O 12.007 1.67 -6.524 -0.237 -0.054 -0.208
O -10.862 5.412 -0.305 0.011 0.076 -0.319
O -26.242 6.337 -5.427 -0.322 0.194 -0.255
O -16.185 -5.551 -0.162 0.246 0.014 -0.621
O -23.02 5.688 24.755 -0.415 -0.247 -0.417
O -9.899 3.703 22.969 -0.553 -0.215 -0.124
O -9.512 -4.077 -5.725 0.064 -0.336 0.143
O -1.085 5.073 -7.094 0.179 0.069 -0.292
O -5.304 2.876 22.336 0.045 -0.071 0.254
O -13.075 -7.251 -4.953 -0.047 0.472 0.03
O -28.594 -5.507 -5.504 -0.811 -0.118 -0.075
O -23.774 -4.04 25.775 0.155 0.72 -0.074
O 10.975 -2.628 22.126 -0.199 0.108 0.22
O -29.198 -3.739 -3.635 -0.007 0.094 0.34
O -18.694 5.485 -7.192 0.44 0.039 -0.322
O -6.88 8.189 -6.858 -0.148 -0.546 -0.17
O 24.038 -7.109 23.106 -0.076 0.446 0.373
O -21.038 6.113 -3.193 0.439 -0.1 -0.051
O -12.378 1.968 23.286 0.125 0.162 0.187
O -22.741 4.293 -2.36 -0.225 -0.202 0.646
O 7.891 -1.867 -2.765 0.134 0.18 -0.11
O 11.38 -5.135 -6.47 -0.679 -0.018 0.153
O -25.556 -6.511 22.839 0.175 0.396 0.1
O -12.892 -4.301 23.163 0.003 0.39 0.189
O -2.145 -0.312 24.797 0.004 -0.029 0.136
O -17.428 6.06 -1.109 -0.443 0.115 -0.472
O 4.678 6.714 23.155 0.311 -0.387 0.218
O -27.347 2.377 25.284 0.478 0.558 0.445
O 22.215 -6.561 -5.17 -0.296 -0.401 0.579
O -9.989 0.156 -2.702 0.413 -0.038 0.051
O -19.43 -6.602 -6.379 -0.477 -0.354 0.314
O 0.111 1.404 -6.274 -0.319 0.363 0.346
O -20.104 6.79 -5.426 -0.125 0.177 -0.261
O -29.463 7.199 25.735 0.264 0.483 0.408
O -17.404 -1.27 -2.21 0.298 -0.314 -0.315
O -1.078 1.627 23.316 0.373 0.662 0.347
O 0.258 0.617 25.345 0.212 -0.598 -0.076
O -1.155 4.455 24.394 -0.023 -0.542 -0.199
O -15.465 5.812 24.628 0.409 0.298 -0.134
O -14.925 6.569 -1.015 0.207 -0.113 0.326
O -15.407 3.919 22.804 -0.361 -0.448 0.034
O 25.816 -4.044 23.318 -0.475 -0.237 0.273
O -12.639 -0.09 -5.157 0.122 -0.016 -0.261
O -11.974 -4.91 -5.904 -0.309 0.038 0.509
O -23.376 -6.089 -5.617 -0.109 0.024 -0.328
O -12.305 2.251 -6.271 0.424 -0.459 -0.002
O 23.158 -0.27 -3.825 0.276 -0.247 -0.401
O 20.613 -6.48 -2.364 0.017 -0.406 0.257
O -21.185 4.085 25.603 -0.08 -0.603 0.148
O -32.125 3.449 25.132 -0.314 -0.411 -0.287
O 18.966 7.559 26.221 -0.438 -0.023 0.097
O -4.707 -1.462 -3.772 -0.556 -0.081 -0.145
O -10.527 -1.54 -0.94 -0.228 0 -0.092
O -23.611 1.531 -1.184 0.117 0.278 -0.504
O 11.614 0.907 25.361 0.299 0.334 -0.069
O 11.693 -7.13 23.102 -0.011 0.152 0.395
O -20.088 0.159 24.991 -0.339 0.307 -0.051
O 1.939 -1.137 -3.769 0.458 -0.377 0.35
O 7.393 -6.607 -4.188 -0.299 -0.309 -0.08
O -19.588 -0.362 -3.189 0.029 0.167 0.444
O 19.721 -4.268 25.926 0.211 0.499 0.275
O -28.397 -2.483 26.19 0.491 -0.071 -0.157
O 17.834 -8.105 -5.308 -0.448 -0.426 0.108
O 30.229 -2.658 -3.448 0.196 0.204 -0.172
O -13.987 -5.154 25.381 -0.166 0.401 0.01
O 9.377 -4.071 23.404 0.103 0.387 0.74
O -9.756 0.584 -5.239 0.05 -0.004 -0.034
O -13.08 4.79 -6.527 0.395 0.024 0.327
O 13.557 0.394 -3.172 -0.629 0.333 -0.296
O 21.206 1.469 -4.013 0.037 0.419 -0.353
O 6.719 1.284 24.481 0.611 0.095 0.084
O 8.509 -4.247 -3.732 0.125 -0.085 -0.152
O -31.105 -5.521 -3.678 -0.221 0.045 -0.02
O -23.431 -0.975 -6.195 -0.247 0.225 0.558
O -11.974 -6.787 -2.611 -0.497 -0.011 0.11
O 13.459 -5.26 25.302 0.001 0.286 -0.562
O 2.933 -5.401 -6.789 -0.038 -0.205 0.443
O -15.749 -3.92 -6.173 0.51 -0.351 -0.118
O -17.961 5.308 -4.723 -0.237 -0.084 0.186
O 2.785 5.479 22.065 -0.026 -0.09 0.002
O 28.481 6.884 -1.978 0.193 -0.196 0.224
O 8.657 -1.287 -5.69 -0.324 0.17 0.176
O -17.898 -1.195 24.192 -0.048 0.134 0.184
O -13.262 1.8 25.805 -0.205 -0.434 -0.202
O 31.87 -6.332 -6.097 -0.072 0.175 0.499
O 23.324 -1.861 25.897 0.207 -0.293 -0.188
O -0.986 -4.613 -4.024 -0.3 -0.103 0.118
O 8.135 5.439 22.279 0.115 0.07 0.533
O 17.109 -3.095 -3.171 0.509 -0.493 0.076
O -9.414 8.095 -6.084 0.043 0.017 0.081
O 26.903 -6.196 -5.25 -0.144 -0.514 0.65
O 15.267 -3.496 -1.237 -0.251 -0.269 -0.151
O -31.896 7.904 -6.546 -0.27 0.253 -0.175
O -0.865 6.636 -1.456 -0.142 0.018 -0.469
O 26.513 5.376 -6.252 -0.305 0.082 0.191
O -21.017 -7.027 22.814 -0.214 -0.136 -0.166
O -6.083 5.15 -6.06 -0.641 0.172 -0.11
O -24.336 4.95 -4.336 0.179 0.604 0.161
O -30.184 0.134 -4.584 0.085 0.095 0.027
O 18.143 -3.252 -5.639 0.117 0.237 0.069
O -7.629 0.606 -6.595 -0.033 0.114 -0.348
O 17.827 2.991 25.655 0.47 0.069 -0.164
O 24.325 0.439 25.251 0.168 -0.133 0.462
O -29.387 3.702 -5.156 -0.127 -0.27 0.234
O -14.05 2.047 -4.354 0.095 0.45 0.155
O 6.904 -4.432 24.408 -0.091 0.077 -0.334
O 24.308 3.047 24.7 0.229 0.374 0.153

Results
total energy: -406620.749 eV
total energy less fixed offsets of O -438.25, Si -107.07 eV per atom: -7.949 eV
